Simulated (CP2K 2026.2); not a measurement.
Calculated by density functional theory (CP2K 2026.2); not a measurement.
Periodic cell of 2016 atoms, Si1440O576, from a study of silicon, its oxide and their interface. The atomic structure is a simulated model.
Doubt: the forces sum to 7.29 eV/angstrom along one axis rather than to zero, so they err by at least 0.0036 eV/angstrom per atom on average; the grid cutoff is modest.

Settings: functional PBE; method Gaussian and plane waves; basis set DZVP-MOLOPT-SR-GTH; pseudopotentials GTH-PBE; grid cutoff 300 Ry, relative cutoff 40 Ry; k points Gamma only; occupations fixed; spin none; net charge 0.

Cell vectors (angstrom)
a 65.28 0 0
b 0 16.32 0
c -6.103 1.1665 33.4034

Atoms and the computed forces on them: element, x, y, z (angstrom), force x, y, z (eV/angstrom)
Si 1.235 -1.086 -0.053 0.07 -0.195 0.652
Si 4.517 1.019 -0.177 -0.263 0.207 0.777
Si 1.415 4.029 0.09 0.04 -0.067 0.736
Si 3.681 7.021 0.182 0.144 0.137 0.618
Si 1.7 -6.912 -0.092 -0.196 0.046 0.632
Si 4.516 -4.39 -0.045 -0.191 0.177 0.737
Si 6.728 -1.262 -0.067 0.244 -0.097 0.679
Si 9.328 1.699 -0.165 0.223 -0.317 0.754
Si 7.104 3.926 0.086 -0.147 0.068 0.708
Si 10.003 6.498 0.215 -0.179 0.015 0.622
Si 6.78 9.699 -0.074 0.15 -0.265 0.703
Si -6.848 -4.129 0.097 -0.121 0.259 0.637
Si -3.824 -1.659 -0.135 -0.171 0.172 0.739
Si -1.064 1.069 -0.035 -0.136 0.15 0.728
Si -4.262 4.222 -0.014 0.204 -0.114 0.701
Si -1.555 7 -0.121 0.376 -0.345 0.672
Si -3.819 -7.089 -0.041 -0.346 0.38 0.689
Si -1.635 -3.944 -0.051 0.237 -0.028 0.655
Si 2.857 0.01 1.231 0.024 -0.014 -0.035
Si 5.5 2.674 1.235 0.002 0.017 -0.027
Si 2.621 5.451 1.51 0.032 0 -0.029
Si 5.514 8.137 1.228 0.013 -0.011 -0.055
Si 2.885 -5.451 1.287 -0.01 -0.014 -0.068
Si 5.558 -2.766 1.293 0.008 -0.003 -0.048
Si 8.294 -0.001 1.172 -0.011 0.015 -0.054
Si -5.448 2.692 1.298 -0.002 0.021 -0.05
Si 8.308 5.412 1.401 -0.004 -0.005 -0.058
Si -5.424 8.133 1.258 -0.008 -0.002 -0.056
Si 8.3 -5.513 1.359 0.011 -0.015 -0.054
Si -5.55 -2.551 1.24 0.024 0.013 -0.035
Si -2.683 -0.077 1.212 0.006 0.004 -0.032
Si 0.076 2.61 1.343 -0.011 0.001 -0.041
Si -2.648 5.397 1.24 -0.009 0.007 -0.024
Si 0.053 8.197 1.153 0.007 0.014 -0.025
Si -2.796 -5.435 1.294 -0.025 -0.011 -0.019
Si 0.049 -2.755 1.154 -0.026 0.01 -0.054
Si 1.504 1.321 2.67 -0.006 -0.015 0.019
Si 4.146 4.053 2.639 0.012 -0.036 0.012
Si 1.263 6.857 2.726 -0.035 0.035 0.036
Si 4.207 9.496 2.674 -0.019 0.001 0.015
Si 1.433 -4.081 2.552 0.001 -0.002 0
Si 4.146 -1.413 2.617 -0.001 0.013 0.014
Si 6.897 1.319 2.611 0.022 0.011 0.028
Si 9.671 4.017 2.723 0.012 -0.015 0.038
Si 6.868 6.796 2.647 0.011 0.002 -0.003
Si 9.579 -6.876 2.803 -0.014 0.013 0.013
Si 6.929 -4.105 2.676 0.004 0.006 0.021
Si -6.815 -1.237 2.721 0.009 -0.041 0.018
Si -4.035 1.32 2.583 0.01 0.003 -0.01
Si -1.306 4.04 2.617 0.002 0.006 0.027
Si -4.02 6.783 2.622 -0.037 -0.039 0.032
Si -1.316 -6.776 2.57 0.021 0.003 0.028
Si -4.188 -4.039 2.596 -0.017 0.035 -0.007
Si -1.301 -1.414 2.594 0.003 -0.013 0.025
Si 0.077 -0.052 3.964 -0.011 -0.002 -0.001
Si 2.807 2.712 4.032 -0.015 0.004 0.013
Si -0.025 5.429 4.04 -0.021 0.008 0.01
Si 2.768 8.162 4.005 0.026 -0.015 -0.018
Si 0.066 -5.437 3.934 -0.006 -0.011 0.003
Si 2.767 -2.746 3.975 0.013 -0.005 0.01
Si 5.522 -0.039 3.978 -0.003 0.015 -0.006
Si 8.247 2.667 4.032 -0.011 -0.015 -0.016
Si 5.522 5.406 3.997 -0.009 -0.001 0.02
Si 8.187 -8.214 4.105 -0.008 0.012 0.026
Si 5.539 -5.45 4.04 0.002 -0.006 -0.013
Si 8.268 -2.715 4.022 -0.01 0.004 0.006
Si -5.39 0.053 4.029 -0.007 0.014 0.032
Si -2.685 2.692 3.958 0.009 0.004 0.01
Si -5.384 5.448 4.014 0.011 0.004 -0.002
Si -2.662 8.171 3.96 -0.006 0.003 -0.013
Si -5.438 -5.43 4.012 0.001 0.015 0.012
Si -2.715 -2.738 3.946 -0.022 0.013 -0.021
Si 1.357 -1.365 16.253 0.004 0.004 0.004
Si 4.039 1.36 16.323 0.001 0.005 0
Si 1.373 4.086 16.256 0.001 -0.002 -0.003
Si 4.062 6.793 16.373 0.005 0.001 0.011
Si 1.338 -6.832 16.262 -0.007 -0.001 0.005
Si 4.051 -4.069 16.285 0.007 0.008 -0.003
Si 6.724 -1.322 16.359 -0.003 0.005 -0.001
Si -6.827 1.329 16.131 0.004 -0.009 -0.015
Si 6.72 4.08 16.353 0.007 -0.007 -0.005
Si -6.811 6.793 16.179 0 0.01 -0.001
Si 6.785 -6.792 16.371 0.014 0.004 -0.006
Si -6.793 -4.148 16.131 -0.018 -0.015 -0.005
Si -4.091 -1.377 16.102 -0.012 -0.005 -0.016
Si -1.307 1.367 16.164 -0.006 0.012 -0.006
Si -4.077 4.101 16.151 0 0 -0.01
Si -1.364 6.754 16.201 0.002 0.004 -0.009
Si -4.103 9.494 16.17 -0.007 -0.002 -0.005
Si -1.358 -4.131 16.165 -0.013 -0.006 -0.013
Si 2.666 0.001 17.673 0.019 0.005 0.026
Si 5.348 2.723 17.741 0.005 0.03 -0.01
Si 2.688 5.399 17.715 0 0 -0.006
Si 5.417 8.185 17.739 0.006 -0.013 0.021
Si 2.682 -5.442 17.61 0.007 -0.002 -0.014
Si 5.345 -2.692 17.692 -0.02 0.011 0.015
Si 8.025 0.084 17.744 -0.011 0.013 -0.007
Si -5.457 2.711 17.421 -0.014 0.005 -0.002
Si 8.085 5.477 17.655 0.001 -0.002 -0.006
Si -5.459 8.148 17.551 0.005 0.008 0.002
Si 8.144 -5.452 17.77 -0.01 -0.011 -0.012
Si -5.457 -2.75 17.427 0.016 0.006 0.009
Si -2.668 -0.059 17.408 0.003 -0.006 0.001
Si -0.011 2.751 17.584 -0.01 -0.017 -0.012
Si -2.75 5.436 17.573 -0.009 -0.004 -0.002
Si -0.004 -8.256 17.586 0.004 -0.017 0.009
Si -2.73 -5.482 17.509 0.022 0.001 0.02
Si -0.005 -2.794 17.534 -0.006 -0.003 -0.021
Si 1.292 1.404 18.991 0.02 0.009 0.001
Si 4.01 4.057 19.156 -0.017 -0.005 0.01
Si 1.316 6.746 19.064 -0.036 0.004 -0.038
Si 4.004 -6.742 19.032 -0.003 0.017 -0.008
Si 1.286 -4.143 18.97 0.001 0.014 0.004
Si 3.935 -1.394 19.1 -0.001 -0.006 -0.031
Si 6.624 1.382 19.182 0.017 -0.04 -0.004
Si -6.894 4.005 18.757 0.006 -0.001 -0.03
Si 6.821 6.831 19.086 0.022 -0.021 -0.031
Si -6.82 9.448 18.959 -0.035 -0.005 -0.033
Si 6.729 -4.05 19.015 0.01 -0.02 -0.007
Si 9.4 -1.275 19.04 0.004 0.009 -0.023
Si -3.996 1.364 18.651 0.006 0.026 -0.052
Si -1.367 4.116 18.94 0.026 -0.018 -0.015
Si -4.134 6.779 18.929 -0.004 0.01 -0.005
Si -1.444 -6.938 18.853 -0.002 -0.017 -0.043
Si -4.073 -4.044 18.787 0.015 0.015 -0.03
Si -1.393 -1.453 18.82 -0.007 -0.009 -0.031
Si -0.105 -0.067 20.167 0.017 -0.005 0.064
Si 2.592 2.686 20.521 0.01 -0.015 0.059
Si -0.131 5.443 20.453 0.024 0.027 0.058
Si 2.677 8.167 20.382 -0.008 -0.006 0.021
Si -0.056 -5.634 20.179 0.006 -0.01 0.054
Si 2.498 -2.775 20.447 0.016 0.019 0.029
Si 5.247 -0.026 20.537 -0.002 0.003 0.041
Si 7.927 2.839 20.505 -0.01 0.047 0.051
Si 5.394 5.509 20.436 0.003 -0.007 0.045
Si 8.247 8.144 20.505 -0.012 -0.017 0.057
Si 5.341 -5.34 20.394 -0.016 0.017 0.028
Si 8.029 -2.644 20.364 -0.01 0 0.032
Si -5.33 -0.075 19.851 0.027 -0.026 0.032
Si -2.704 2.649 20.136 0.025 -0.014 0.057
Si -5.573 5.361 20.112 -0.002 0.011 0.071
Si -2.807 -8.191 20.337 -0.002 0.005 0.069
Si -5.439 -5.355 20.112 -0.011 0.002 0.04
Si -2.712 -2.788 20.237 0.011 -0.006 0.071
Si 1.198 -1.236 21.708 -0.097 -0.244 -0.644
Si 3.523 0.942 21.854 0.227 0.209 -0.757
Si 1.296 4.177 21.828 -0.1 -0.184 -0.796
Si 4.411 7.244 21.653 -0.336 -0.319 -0.777
Si 1.064 -7.079 21.674 0.116 0.159 -0.752
Si 4.093 -3.854 21.782 -0.133 -0.244 -0.685
Si 6.426 -1.654 21.77 0.142 0.278 -0.645
Si -6.542 1.373 21.122 -0.216 -0.102 -0.708
Si 6.822 4.448 21.953 -0.162 -0.296 -0.669
Si -7.128 6.303 21.594 0.095 0.276 -0.769
Si 6.659 -6.863 21.57 0.211 0.219 -0.707
Si 9.617 -3.67 21.721 -0.063 -0.189 -0.709
Si -3.924 -1.134 21.361 -0.013 -0.229 -0.795
Si -1.683 1.007 21.465 0.128 0.237 -0.786
Si -4.418 3.706 21.244 0.205 0.213 -0.739
Si -1.252 7.087 21.778 -0.121 -0.203 -0.744
Si -3.971 -6.495 21.464 -0.028 -0.159 -0.687
Si -1.602 -4.503 21.436 0.024 0.215 -0.691
Si 0.234 -4.993 -2.216 0.029 -0.048 0.202
Si -8.006 -0.003 -6.63 -0.14 -0.063 0.099
Si -2.47 -6.068 25.885 -0.042 0.046 0.148
Si -2.055 3.44 25.643 -0.075 0.086 -0.115
Si 0.165 -4.688 25.89 0.016 -0.053 -0.075
Si -3.12 -3 25.339 0.071 -0.079 -0.221
Si -1.908 7.455 -5.358 0.009 0.097 0.077
Si 5.007 1.325 24.593 -0.051 -0.206 -0.148
Si 8.751 -2.472 -2.047 -0.092 -0.014 0.046
Si -4.883 -8.148 -4.921 0.051 0.051 0.055
Si 2.571 -5.549 24.045 -0.05 0.071 -0.232
Si 0.842 0.641 -3.963 -0.109 -0.084 0.121
Si 5.268 4.187 24.802 0.129 0.171 -0.276
Si -6.812 3.797 -4.278 -0.146 -0.013 0.033
Si -4.01 -5.061 -4.528 -0.13 -0.035 -0.03
Si -8.51 4.672 -6.673 -0.001 0 -0.017
Si 7.018 3.656 -5.286 0.093 0.125 0.038
Si -0.771 2.497 -5.609 -0.179 0.046 0.048
Si -8.158 -5.474 -2.089 0.008 0.092 0.131
Si -11.864 -7.109 25.755 0.059 -0.041 -0.139
Si 2.811 2.398 -2.266 0.05 0.016 0.002
Si -0.439 5.222 -2.128 -0.061 -0.014 0.051
Si 4.289 4.369 -4.257 -0.13 -0.047 0.132
Si 0.021 2.145 23.874 -0.002 0.043 -0.202
Si -7.708 -0.171 23.663 -0.119 -0.027 -0.085
Si 5.627 -3.254 25.201 0.112 -0.077 -0.057
Si 5.205 -0.847 -4.028 0.014 0.006 -0.021
Si 6.302 -5.622 -4.315 -0.053 0.102 0.113
Si -6.806 6.681 -3.086 -0.034 -0.063 0.019
Si -6.964 -5.878 25.937 -0.067 -0.036 0.092
Si -5.285 -5.57 -1.986 -0.077 0.007 0.046
Si 2.83 6.428 -6.264 0.135 0.091 0.148
Si -4.599 3.796 24.157 -0.086 0.08 -0.085
Si -1.772 6.473 24.805 0.044 0.008 -0.178
Si 4.483 -1.838 -6.72 0.019 -0.005 -0.039
Si -5.219 -0.891 -2.906 -0.02 -0.043 0.07
Si 13.102 -2.837 -3.717 -0.007 -0.072 0.057
Si 1.64 -2.197 -2.831 0.062 0.09 -0.085
Si -2.489 2.85 -2.233 -0.075 0.058 0.2
Si -6.01 6.453 24.558 -0.073 -0.152 -0.219
Si -5.641 -2.381 23.736 -0.015 -0.027 -0.168
Si -4.487 1.752 -4.277 -0.016 -0.128 0.02
Si -0.69 -2.834 23.71 0.051 0.124 -0.22
Si -10.293 7.052 24.492 -0.004 0.007 -0.067
Si 4.393 -3.308 -2.955 -0.008 -0.192 -0.055
Si -7.127 2.499 25.037 -0.039 -0.074 -0.042
Si 0.986 6.8 25.945 0.029 -0.122 0.075
Si 2.999 5.916 23.819 -0.072 -0.119 0.005
Si -5.071 -2.443 -5.505 -0.048 0.036 -0.142
Si -4.752 -7.053 24.324 -0.03 -0.022 -0.22
Si 0.227 5.353 -4.928 0.001 0.001 -0.044
Si 5.42 5.778 -1.797 0.046 -0.142 0.117
Si 1.108 0.191 25.709 -0.035 0.06 0.134
Si 3.232 0.587 -5.634 0.131 -0.109 0.056
Si 1.419 -1.391 5.352 -0.007 -0.005 0.005
Si 4.167 1.328 5.364 0.013 -0.002 -0.002
Si 1.409 4.081 5.355 0.008 0.011 -0.01
Si 4.132 6.773 5.349 0.011 0.022 0
Si 1.417 9.54 5.343 -0.018 0 0.004
Si 4.14 -4.09 5.358 -0.012 0 0.003
Si 6.872 -1.378 5.378 -0.008 -0.012 0.003
Si 9.591 1.321 5.426 0.016 0.009 -0.016
Si 6.879 4.051 5.38 -0.001 -0.007 0.003
Si 9.576 6.752 5.452 0.006 -0.007 -0.008
Si 6.854 -6.815 5.436 -0.002 0.006 0.019
Si 9.596 -4.081 5.431 -0.014 -0.004 0.006
Si -4.032 -1.354 5.341 0.009 -0.011 -0.005
Si -1.296 1.337 5.309 -0.003 0.005 -0.007
Si -4.033 4.06 5.344 -0.001 0.006 0.002
Si -1.359 6.806 5.377 -0.015 -0.019 0.014
Si -4.026 -6.783 5.327 0 -0.029 0.004
Si -1.32 -4.089 5.301 0.001 -0.015 -0.007
Si 2.782 -0.023 6.714 -0.009 -0.006 -0.002
Si 5.508 2.697 6.741 0.003 -0.003 -0.001
Si 2.774 5.429 6.724 -0.002 -0.008 0.001
Si 5.472 -8.186 6.754 0.002 -0.002 -0.003
Si 2.774 -5.441 6.725 0.004 0 -0.002
Si 5.497 -2.733 6.735 -0.004 0.003 0.003
Si 8.214 -0.027 6.777 0 -0.001 -0.004
Si 10.908 2.672 6.853 -0.003 0.001 0
Si 8.204 5.401 6.797 0 -0.008 0
Si 10.908 -8.196 6.845 -0.011 -0.002 0.002
Si 8.219 -5.447 6.786 -0.007 0 0.001
Si 10.929 -2.735 6.829 0.004 -0.006 -0.008
Si -2.663 0 6.693 0 -0.009 -0.005
Si 0.047 2.702 6.693 -0.011 0.008 -0.005
Si -2.699 5.429 6.721 -0.008 0.019 0.005
Si 0.053 8.162 6.696 -0.003 -0.005 -0.002
Si -2.661 -5.439 6.692 0.003 0.001 -0.001
Si 0.038 -2.742 6.693 0.005 0.013 -0.006
Si 1.412 1.347 8.062 0.005 0.004 -0.005
Si 4.133 4.066 8.089 0 0.009 0
Si 1.409 6.8 8.069 0.003 0.012 0.002
Si 4.117 -6.811 8.103 -0.01 -0.004 0.004
Si 1.403 -4.085 8.073 -0.009 -0.009 -0.001
Si 4.132 -1.374 8.097 0.007 0.005 -0.002
Si 6.853 1.347 8.13 0.006 0.002 -0.004
Si 9.546 4.053 8.192 0.006 0.004 0.003
Si 6.835 6.784 8.133 -0.003 0.006 -0.002
Si 9.55 -6.809 8.182 0.011 0.008 -0.004
Si 6.841 -4.088 8.13 0.002 -0.002 -0.004
Si 9.555 -1.372 8.175 0.001 0.008 -0.003
Si -4.036 1.359 8.055 -0.005 0.007 -0.01
Si -1.316 4.067 8.056 -0.002 0.004 -0.007
Si -4.057 6.803 8.062 -0.011 -0.024 -0.005
Si -1.308 -6.802 8.058 -0.004 -0.001 -0.001
Si -4.026 -4.077 8.055 -0.002 0.013 -0.005
Si -1.311 -1.368 8.053 0.002 -0.001 -0.003
Si 0.048 -0.013 9.418 -0.011 -0.008 -0.002
Si 2.763 2.708 9.437 0 -0.001 0.003
Si 0.043 5.431 9.415 -0.004 -0.011 0.001
Si 2.755 -8.17 9.458 -0.001 0.001 0.004
Si 0.048 -5.45 9.431 0.008 0 -0.001
Si 2.762 -2.734 9.448 -0.008 0.003 -0.002
Si 5.479 -0.012 9.475 0.002 0.005 -0.001
Si 8.178 2.701 9.539 -0.001 -0.003 0.001
Si 5.469 5.426 9.484 0.002 -0.009 0
Si 8.175 -8.171 9.524 0 0.003 -0.004
Si 5.473 -5.454 9.48 0 -0.005 -0.003
Si 8.183 -2.731 9.522 -0.002 -0.002 -0.002
Si -5.411 0.008 9.41 0.009 -0.003 0.001
Si -2.681 2.716 9.418 -0.001 -0.002 0.002
Si -5.419 5.45 9.418 -0.012 0.027 0.001
Si -2.677 -8.165 9.406 -0.003 0 0.001
Si -5.408 -5.431 9.399 0.006 -0.006 0.001
Si -2.674 -2.72 9.417 0.005 -0.004 0.001
Si 1.398 -1.368 10.795 0.006 0.011 0.004
Si 4.117 1.36 10.82 0.003 -0.008 -0.002
Si 1.398 4.074 10.787 -0.002 0.009 -0.001
Si 4.107 -9.526 10.836 -0.002 0.008 0.002
Si 1.396 -6.807 10.811 -0.009 -0.001 0.008
Si 4.109 -4.091 10.834 0.003 -0.003 0
Si 6.818 -1.363 10.87 0.007 0.002 -0.003
Si 9.523 1.355 10.932 0.005 0.001 0.002
Si 6.814 4.079 10.876 0.004 0.001 0.001
Si 9.519 -9.52 10.921 0.002 0.002 0.002
Si 6.814 -6.804 10.877 -0.001 0.008 0
Si 9.526 -4.079 10.916 0.003 -0.002 -0.005
Si -4.05 -1.36 10.762 -0.005 -0.004 -0.003
Si -1.321 1.348 10.77 0.006 0.003 -0.001
Si -4.054 4.081 10.764 -0.011 0 -0.007
Si -1.321 6.79 10.77 0 0 -0.002
Si -4.051 -6.804 10.748 -0.006 -0.002 -0.005
Si -1.319 -4.087 10.775 -0.007 0.006 0.001
Si 2.753 -0.006 12.16 0.004 0.01 -0.005
Si 5.447 2.719 12.221 0.004 0.008 -0.003
Si 2.736 5.429 12.177 -0.003 -0.014 0.002
Si 5.449 -8.168 12.23 -0.002 -0.01 0.001
Si 2.752 -5.457 12.192 0.002 0.003 0.004
Si 5.451 -2.727 12.217 0.002 0.005 -0.002
Si 8.149 -0.007 12.271 -0.007 -0.002 0.001
Si 10.859 2.725 12.319 -0.005 -0.002 0.002
Si 8.148 5.443 12.269 -0.006 -0.005 -0.006
Si 10.866 -8.159 12.308 -0.003 0 -0.003
Si 8.155 -5.436 12.261 0.006 -0.002 -0.001
Si 10.86 -2.721 12.316 -0.007 -0.008 0
Si -2.691 -0.005 12.126 -0.003 -0.001 -0.003
Si 0.035 2.707 12.132 -0.01 -0.011 0.001
Si -2.691 5.435 12.122 0.001 0.001 0.006
Si 0.031 8.139 12.148 -0.003 0.005 0.004
Si -2.688 -5.459 12.11 0 -0.001 -0.003
Si 0.034 -2.733 12.145 0.002 -0.007 0.004
Si 1.397 1.359 13.504 0.014 -0.008 -0.004
Si 4.078 4.082 13.567 -0.003 0 0.004
Si 1.383 6.793 13.536 -0.009 0 0.007
Si 4.092 -6.81 13.592 0.01 -0.004 0.009
Si 1.379 -4.091 13.525 -0.005 0.008 0.008
Si 4.086 -1.353 13.555 -0.006 0.007 0.001
Si 6.788 1.37 13.612 0.003 0 0.004
Si 9.494 4.102 13.662 -0.004 0.011 0.004
Si 6.785 -9.519 13.629 0.008 0.009 0.006
Si 9.501 -6.784 13.647 -0.001 0.007 0.002
Si 6.792 -4.071 13.617 0 0.003 0.002
Si 9.486 -1.36 13.665 0.016 0 -0.002
Si -4.064 1.364 13.463 -0.011 0.007 -0.004
Si -1.332 4.067 13.475 0.014 -0.01 0.003
Si -4.064 6.801 13.46 -0.01 0.007 0.002
Si -1.348 9.493 13.483 -0.009 0.002 0
Si -4.064 -4.103 13.442 0 -0.004 -0.003
Si -1.334 -1.369 13.487 -0.012 0.006 0.01
Si 0.042 -0.01 14.839 0.001 0.011 0.001
Si 2.721 2.71 14.913 -0.006 -0.002 -0.002
Si 0.013 5.413 14.859 -0.004 -0.013 0.005
Si 2.73 8.133 14.942 -0.004 -0.003 0.009
Si 0.016 -5.487 14.845 -0.001 0.006 -0.002
Si 2.72 -2.718 14.897 0.009 0.002 0.002
Si 5.406 0.016 14.952 0.005 0.003 0.001
Si 8.117 2.741 15.004 -0.001 -0.003 -0.004
Si 5.396 5.442 14.971 -0.003 -0.014 -0.002
Si 8.136 -8.142 14.997 -0.004 -0.008 -0.001
Si 5.44 -5.44 14.971 -0.005 -0.005 0.001
Si 8.111 -2.708 15.027 -0.007 -0.001 0.007
Si -5.451 -0.009 14.773 -0.004 0.004 -0.004
Si -2.701 2.719 14.827 -0.005 -0.003 0.006
Si -5.44 5.457 14.807 0.011 -0.006 0.005
Si -2.711 8.137 14.843 0.005 0 0.009
Si -5.428 -5.475 14.777 0.001 0.002 0.001
Si -2.708 -2.756 14.803 0.002 -0.005 0.01
Si 17.631 -1.245 0.021 0.125 -0.23 0.693
Si 20.539 0.921 0.451 0.038 0.202 0.67
Si 17.434 4.173 0.11 0.268 -0.043 0.638
Si 20.172 6.959 0.332 0.054 -0.128 0.717
Si 17.882 -7.31 0.256 -0.044 0.251 0.713
Si 20.632 -4.48 0.363 -0.033 0.094 0.79
Si 22.845 -1.111 0.276 0.057 -0.216 0.751
Si 25.572 1.5 0.119 0.123 -0.167 0.765
Si 23.382 3.729 0.117 -0.191 0.114 0.755
Si 26.118 6.32 0.097 -0.169 0.258 0.745
Si 22.806 9.654 0.305 0.161 -0.06 0.746
Si 9.923 -4.354 0.125 -0.168 0.177 0.755
Si 12.725 -1.527 0.226 -0.176 0.007 0.653
Si 15.534 1.089 0.26 -0.145 -0.07 0.643
Si 12.218 4.216 -0.008 0.163 -0.193 0.586
Si 15.363 6.5 0.337 -0.106 -0.031 0.621
Si 11.945 -6.79 0.03 0.428 -0.142 0.66
Si 14.818 -3.866 0.146 0.095 -0.187 0.677
Si 19.046 -0.267 1.688 -0.07 0 -0.04
Si 21.783 2.624 1.479 -0.017 0.028 -0.046
Si 19.014 5.319 1.497 -0.022 -0.029 -0.026
Si 21.711 8.103 1.64 -0.002 0.003 -0.063
Si 19.01 -5.642 1.54 -0.01 -0.014 -0.064
Si 21.801 -2.823 1.539 -0.011 0.012 -0.052
Si 24.428 0.01 1.557 0.005 0.015 -0.071
Si 10.987 2.662 1.254 -0.024 -0.004 -0.06
Si 24.477 5.32 1.461 0.004 -0.004 -0.065
Si 11.031 -8.264 1.602 0.003 -0.001 -0.03
Si 24.422 10.805 1.536 -0.011 -0.008 -0.055
Si 11.054 -2.729 1.378 0.003 0.006 -0.037
Si 13.874 -0.02 1.533 0.018 0.016 -0.037
Si 16.532 2.634 1.642 -0.011 0.012 -0.033
Si 13.71 5.321 1.449 -0.011 -0.004 -0.033
Si 16.483 -8.375 1.76 -0.011 -0.001 -0.036
Si 13.67 -5.604 1.257 0.002 0.001 -0.02
Si 16.435 -2.762 1.419 0.029 0.005 -0.038
Si 17.841 1.271 2.992 0.019 -0.015 0.023
Si 20.441 4.004 2.828 -0.012 -0.01 0.009
Si 17.802 6.607 3.062 0.029 -0.032 0.018
Si 20.365 9.43 3.002 -0.005 -0.002 0.041
Si 17.717 -4.163 2.821 0.009 0.019 0.01
Si 20.44 -1.563 2.989 0.038 -0.004 0.032
Si 23.102 1.342 2.948 0.01 -0.011 0.023
Si 25.789 4.012 2.912 -0.016 0.003 0.034
Si 23.142 6.706 2.843 0.007 -0.025 0.005
Si 25.816 9.383 2.795 0.026 0.004 0.02
Si 23.152 12.191 2.93 -0.009 -0.005 0.032
Si 9.622 -1.346 2.63 -0.031 -0.023 0.004
Si 12.338 1.329 2.701 0.012 0.025 -0.002
Si 15.028 3.965 2.87 0.016 0.027 0.001
Si 12.437 6.722 2.872 0.023 -0.01 0.036
Si 15.013 -6.865 2.785 -0.032 0.021 -0.012
Si 12.366 -4.184 2.723 0.029 -0.017 0.004
Si 15.15 -1.417 2.893 0.004 -0.015 0.026
Si 16.414 -0.047 4.3 -0.013 -0.012 -0.016
Si 19.161 2.667 4.293 -0.005 0.007 -0.002
Si 16.342 5.309 4.305 0.004 -0.011 -0.012
Si 19.086 8.054 4.372 0.007 -0.008 -0.002
Si 16.335 -5.491 4.179 0.004 -0.018 0.004
Si 19.048 -2.871 4.296 -0.01 -0.009 -0.001
Si 21.767 -0.079 4.273 -0.006 0.022 -0.03
Si 24.455 2.684 4.305 -0.002 0.014 -0.008
Si 21.776 5.372 4.216 -0.01 0.008 0.002
Si 24.478 8.079 4.212 0.001 0.013 0.002
Si 21.76 10.836 4.275 -0.024 0.013 -0.023
Si 24.48 -2.759 4.274 -0.009 0 0.003
Si 10.966 -0.032 4.054 -0.005 0.001 0.008
Si 13.627 2.646 4.183 -0.03 0.006 0.005
Si 10.983 5.376 4.139 -0.029 0.01 -0.004
Si 13.715 -8.197 4.222 0.002 -0.015 0.006
Si 10.959 -5.479 4.113 0.012 0.003 -0.008
Si 13.699 -2.806 4.138 -0.003 -0.009 -0.031
Si 17.652 -1.319 16.434 0.01 0.004 -0.006
Si 20.423 1.416 16.454 -0.002 0.004 -0.013
Si 17.64 4.14 16.472 0 -0.029 -0.008
Si 20.412 6.861 16.5 0.013 0.005 0.004
Si 17.654 -6.761 16.466 -0.015 0.01 -0.005
Si 20.408 -4.037 16.463 0.01 0.004 -0.003
Si 23.142 -1.296 16.48 0.013 -0.002 -0.006
Si 9.453 1.385 16.39 0.005 0.014 -0.008
Si 23.144 4.115 16.479 0.021 -0.009 -0.001
Si 9.498 -9.471 16.381 0.001 0.009 0
Si 23.124 9.59 16.487 -0.004 -0.014 -0.003
Si 9.475 -4.072 16.391 0.008 0.002 0.003
Si 12.187 -1.318 16.416 -0.002 0.007 -0.006
Si 14.939 1.435 16.435 0.034 0.003 -0.008
Si 12.173 4.134 16.453 0.003 0.009 0.009
Si 14.926 -9.481 16.476 0.011 0.02 0.005
Si 12.214 -6.762 16.411 0.014 0.006 -0.012
Si 14.942 -4.018 16.433 0.001 0.005 -0.008
Si 19.018 0.068 17.749 -0.009 -0.001 -0.002
Si 21.781 2.77 17.845 -0.003 -0.011 0
Si 19.023 5.493 17.818 -0.016 0.003 -0.008
Si 21.759 8.263 17.863 0.001 0.005 0.016
Si 19.032 -5.395 17.805 0.001 -0.008 -0.004
Si 21.78 -2.663 17.808 -0.018 0.011 0.011
Si 24.461 0.103 17.867 -0.019 -0.006 -0.016
Si 10.809 2.73 17.777 -0.025 -0.008 0.008
Si 24.543 5.456 17.819 0.01 0.003 0.018
Si 10.863 -8.115 17.78 0.005 -0.018 -0.007
Si 24.501 10.928 17.864 -0.006 0.012 0.009
Si 10.797 -2.677 17.753 0.003 -0.017 0.01
Si 13.561 0.073 17.747 -0.017 0.012 -0.006
Si 16.25 2.817 17.847 -0.001 0.009 0.019
Si 13.52 5.514 17.838 -0.014 0.001 -0.026
Si 16.282 -8.098 17.84 -0.017 0.003 0.015
Si 13.547 -5.357 17.758 -0.006 -0.011 0.003
Si 16.302 -2.664 17.819 -0.004 -0.005 -0.005
Si 17.689 1.445 19.112 0.019 -0.01 -0.041
Si 20.407 4.143 19.159 -0.016 0.001 -0.006
Si 17.679 -9.46 19.182 -0.001 0.016 -0.018
Si 20.357 -6.698 19.244 0.012 -0.022 -0.01
Si 17.714 -4.009 19.162 0 0.003 -0.007
Si 20.401 -1.254 19.095 -0.004 0.009 -0.035
Si 23.122 1.464 19.287 0.032 -0.01 -0.003
Si 9.339 4.084 19.032 -0.016 -0.008 -0.013
Si 23.223 6.898 19.111 0.024 0.02 -0.027
Si 9.561 -6.76 19.182 -0.025 0.044 -0.002
Si 23.148 -3.984 19.201 0.015 0.007 -0.022
Si 25.816 -1.236 19.223 0.015 0.003 -0.019
Si 12.235 1.416 19.147 0.006 0.031 -0.005
Si 14.835 4.168 19.234 0.011 -0.031 -0.019
Si 12.174 -9.431 19.227 0.037 0.002 0.009
Si 14.895 -6.676 19.147 -0.012 0.014 -0.015
Si 12.187 -3.998 19.129 0.017 -0.009 -0.046
Si 14.908 -1.263 19.112 0.028 -0.005 -0.008
Si 16.285 0.093 20.43 0.014 0.013 0.065
Si 19.048 2.798 20.518 -0.022 -0.001 0.083
Si 16.231 5.583 20.517 -0.004 0.002 0.038
Si 18.999 -8.109 20.614 -0.003 0.01 0.03
Si 16.322 -5.33 20.497 -0.024 -0.016 0.034
Si 19.096 -2.616 20.469 0.017 -0.004 0.059
Si 21.662 0.12 20.538 -0.019 -0.019 0.054
Si 24.424 2.825 20.741 0.023 -0.003 0.049
Si 21.798 5.574 20.378 0.012 0.012 0.049
Si 24.566 8.174 20.608 -0.021 -0.011 0.064
Si 21.764 -5.302 20.561 -0.003 -0.003 0.026
Si 24.409 -2.53 20.592 -0.034 0.008 0.037
Si 10.799 0.046 20.383 -0.016 -0.019 0.039
Si 13.5 2.777 20.659 0.003 -0.006 0.033
Si 10.729 5.395 20.371 -0.007 0 0.036
Si 13.49 -7.945 20.584 0.008 0.04 0.055
Si 10.843 -5.315 20.578 -0.007 0.008 0.054
Si 13.532 -2.58 20.465 -0.025 -0.005 0.067
Si 17.88 -1.044 21.691 -0.144 -0.212 -0.828
Si 20.085 1.203 21.939 0.247 0.271 -0.684
Si 17.408 3.955 21.698 0.095 0.149 -0.746
Si 20.715 -9.233 21.782 -0.293 -0.099 -0.741
Si 17.396 -6.921 21.866 0.134 0.104 -0.676
Si 20.682 -3.649 21.878 -0.054 -0.101 -0.704
Si 22.812 -1.328 21.938 0.182 -0.005 -0.623
Si 9.554 1.597 21.583 -0.089 -0.062 -0.695
Si 23.19 4.521 21.918 -0.093 -0.331 -0.673
Si 9.277 6.446 21.864 0.141 0.302 -0.709
Si 22.898 -6.959 21.771 0.22 0.153 -0.799
Si 26.019 -3.796 21.688 -0.127 -0.088 -0.792
Si 11.895 -1.5 21.774 0.108 0.156 -0.685
Si 15.235 1.661 21.822 -0.287 -0.16 -0.733
Si 11.711 3.841 21.818 0.312 0.112 -0.688
Si 15.124 -9.082 21.789 -0.047 -0.106 -0.682
Si 12.507 -6.221 21.996 -0.329 -0.398 -0.678
Si 14.82 -4.036 21.755 0.225 0.173 -0.714
Si 15.67 -7.778 -1.782 0.047 0.081 0.142
Si 3.757 -1.17 25.877 0.018 -0.044 -0.002
Si 13.791 7.04 24.509 -0.192 0.013 -0.172
Si 13.082 -6.358 24.92 -0.118 0.08 -0.239
Si 21.266 -6.355 -6.9 -0.043 -0.003 -0.11
Si 12.34 -0.453 24.672 -0.074 0.032 -0.096
Si 14.69 -6.593 -6.632 -0.033 0.023 -0.035
Si 21.206 5.225 24.126 0.08 -0.018 -0.213
Si 23.934 -1.058 -2.621 -0.018 0.026 0.03
Si 10.523 -7.005 -7.126 -0.058 -0.017 0.078
Si 18.743 -5.004 24.007 -0.044 0.105 -0.184
Si 7.774 0.143 23.809 0.028 -0.137 -0.056
Si 20.443 1.058 25.013 0 -0.012 -0.185
Si 8.094 6.38 -4.827 -0.137 -0.084 0.102
Si 10.14 -3.345 -4.475 -0.099 0.059 0.029
Si 7.696 0.617 -4.912 -0.073 -0.055 -0.078
Si 23.323 1.465 -4.279 -0.001 -0.17 -0.112
Si 9.952 0.165 -2.77 -0.185 0.12 0.149
Si 6.74 -7.959 -2.72 0.042 0.011 0.001
Si 12.861 7.573 -6.245 -0.02 -0.006 -0.006
Si 19.256 2.593 -1.686 -0.128 0.043 -0.015
Si 20.39 1.133 -4.164 -0.011 -0.032 0.154
Si 19.857 6.128 -3.956 -0.068 -0.081 0.093
Si 21.394 -1.872 -4.012 0.039 0.042 0.012
Si 9.942 0.816 25.782 0.016 0.06 -0.03
Si 25.361 -3.71 -5.522 -0.073 -0.155 -0.028
Si 23.593 -7.083 -2.583 -0.01 -0.044 0.191
Si 16.936 6.626 -4.007 0.003 -0.026 0.094
Si 10.635 7.993 -2.14 0.098 0.087 0.087
Si 7.696 -4.987 23.806 -0.02 0.084 -0.078
Si 14.912 -5.012 -2.604 0.044 0.038 0.107
Si 19.637 2.003 -6.808 0.034 -0.013 -0.017
Si 16.599 2.581 -7.031 -0.101 0.066 0.01
Si 20.94 4.771 -6.358 -0.02 0.059 0.006
Si 14.859 1.153 24.883 0.014 0.012 -0.132
Si 14.027 -3.826 -6.401 0.031 -0.03 0.008
Si 24.265 0.467 24.222 -0.14 0.111 -0.179
Si 19.162 -3.069 -2.084 -0.095 0.307 0.049
Si 15.319 3.977 -4.675 -0.003 -0.01 0.116
Si 11.099 5.694 24.158 -0.071 -0.089 -0.122
Si 22.329 -3.418 -6.501 -0.016 0.053 0.018
Si 12.761 -0.168 -2.534 0.057 -0.029 0.18
Si 16.587 -2.724 23.992 0.037 -0.081 -0.117
Si 17.537 -7.183 -5.8 0.017 0.072 0.134
Si 16.873 -2.841 -6.605 -0.034 0.066 0.071
Si 12.735 4.667 -6.233 -0.166 0.04 0.069
Si 23.358 8.073 -6.274 -0.112 0.038 -0.033
Si 18.432 4.401 24.608 0.066 -0.177 -0.037
Si 9.434 -6.286 -4.347 -0.031 -0.036 -0.022
Si 21.308 -7.76 -4.35 0.05 0.049 0.031
Si 11.126 6.273 -4.393 0.048 -0.171 0.077
Si 21.312 4.891 -1.686 0.07 0.059 0.101
Si 17.625 1.743 26.076 0.024 0.096 0.017
Si 14.082 2.627 -2.055 -0.143 0.113 0.062
Si 17.737 -1.434 5.636 0.033 0.019 0
Si 20.458 1.296 5.66 0.034 0.014 0.012
Si 17.73 3.982 5.636 0.011 0.005 -0.002
Si 20.471 6.715 5.662 0.009 -0.014 0.007
Si 17.677 9.472 5.597 -0.009 0.021 -0.004
Si 20.415 12.157 5.668 0.004 -0.015 0.023
Si 23.131 -1.406 5.638 -0.004 -0.005 0.008
Si 25.84 1.315 5.604 0.006 -0.015 0.006
Si 23.109 4.049 5.635 -0.009 0.002 0.006
Si 25.848 6.753 5.576 0.009 -0.005 0.003
Si 23.135 9.456 5.589 -0.004 -0.008 -0.007
Si 25.838 -4.148 5.585 0.021 -0.006 0.004
Si 12.303 -1.407 5.448 -0.008 0.001 -0.005
Si 14.986 1.306 5.577 0.008 0.008 -0.004
Si 12.295 4.03 5.539 0.015 0.017 0.011
Si 15.025 6.754 5.609 -0.005 0.02 0.005
Si 12.29 -6.838 5.513 0.009 0.021 -0.005
Si 15.006 -4.132 5.564 0.01 0.007 -0.005
Si 19.069 -0.049 6.996 -0.005 -0.014 -0.004
Si 21.784 2.684 7.01 -0.006 -0.013 -0.005
Si 19.065 5.38 6.989 0.004 -0.002 -0.009
Si 21.801 8.116 6.99 -0.008 -0.006 -0.001
Si 19.035 10.812 6.99 0.002 -0.003 -0.005
Si 21.763 -2.757 6.992 -0.01 0.005 -0.002
Si 24.491 -0.036 6.98 -0.005 0.007 -0.009
Si 27.18 2.693 6.959 -0.002 0.011 0
Si 24.486 5.419 6.963 -0.013 0.001 -0.003
Si 27.2 -8.19 6.923 0 0.002 -0.003
Si 24.475 -5.485 6.955 -0.01 0.014 -0.012
Si 27.186 -2.772 6.947 -0.012 -0.004 0.004
Si 13.612 -0.058 6.891 -0.005 -0.009 -0.008
Si 16.337 2.654 6.968 -0.003 0.001 -0.003
Si 13.624 5.404 6.92 -0.002 -0.004 0.002
Si 16.345 8.127 6.978 0.001 -0.011 -0.001
Si 13.625 -5.477 6.903 -0.002 -0.006 0.006
Si 16.339 -2.771 6.958 -0.006 -0.007 -0.004
Si 17.691 1.314 8.337 -0.006 -0.013 -0.001
Si 20.413 4.04 8.36 -0.003 -0.008 -0.005
Si 17.711 6.771 8.327 0.02 0.016 0.002
Si 20.415 9.472 8.335 -0.012 -0.006 -0.001
Si 17.692 -4.114 8.332 0.008 -0.002 -0.006
Si 20.422 -1.39 8.359 0.014 0.018 0.002
Si 23.148 1.333 8.35 0.007 0.019 0.006
Si 25.835 4.058 8.323 -0.004 -0.012 0.001
Si 23.153 6.775 8.35 0.013 0.015 -0.002
Si 25.852 -6.828 8.303 0.007 -0.003 -0.006
Si 23.131 -4.117 8.33 -0.004 -0.011 -0.005
Si 25.847 -1.401 8.321 0 -0.007 -0.01
Si 12.257 1.327 8.237 -0.006 -0.007 -0.004
Si 14.982 4.056 8.293 0.014 0.012 -0.008
Si 12.251 6.781 8.246 0.007 -0.001 -0.001
Si 14.967 -6.819 8.298 0.007 -0.003 -0.001
Si 12.262 -4.09 8.231 0.004 0.003 -0.001
Si 14.967 -1.391 8.286 0.004 0.002 0
Si 16.31 -0.029 9.673 0.002 -0.003 0.003
Si 19.037 2.693 9.702 -0.005 0.008 -0.001
Si 16.327 5.423 9.665 -0.004 0.002 -0.002
Si 19.054 8.133 9.698 0.007 -0.012 0.003
Si 16.316 -5.459 9.675 -0.003 -0.002 -0.002
Si 19.042 -2.741 9.695 -0.007 0.002 -0.001
Si 21.774 -0.011 9.704 0 -0.004 -0.003
Si 24.488 2.711 9.7 -0.004 -0.008 0.002
Si 21.771 5.425 9.698 -0.007 -0.001 -0.001
Si 24.501 -8.166 9.693 -0.004 -0.008 0.003
Si 21.761 -5.461 9.687 -0.012 0.002 -0.006
Si 24.484 -2.744 9.686 -0.004 0.007 -0.001
Si 10.883 -0.018 9.584 -0.002 0 0.002
Si 13.599 2.698 9.622 0.001 -0.004 -0.004
Si 10.881 5.419 9.582 -0.009 -0.002 -0.001
Si 13.596 8.142 9.631 -0.005 0.006 0.003
Si 10.891 -5.452 9.573 -0.005 -0.004 0.001
Si 13.597 -2.738 9.634 -0.005 -0.003 0.001
Si 17.678 -1.368 11.04 -0.002 -0.003 0.002
Si 20.411 1.356 11.059 0.005 -0.008 0
Si 17.679 4.077 11.043 0.007 0.002 0
Si 20.414 6.791 11.06 -0.003 0.01 0
Si 17.685 9.512 11.033 0.008 -0.001 -0.004
Si 20.409 -4.09 11.049 0.007 0 -0.002
Si 23.136 -1.369 11.049 -0.002 0.003 0
Si 25.858 1.347 11.031 0.005 0.008 0
Si 23.129 4.078 11.059 -0.001 0.002 0.001
Si 25.858 -9.525 11.042 0.003 0.003 0.004
Si 23.129 -6.804 11.047 0.001 0.007 -0.004
Si 25.857 -4.092 11.032 0.006 -0.004 -0.001
Si 12.231 -1.36 10.975 -0.003 0.006 -0.001
Si 14.952 1.36 11.01 0.005 0.003 -0.001
Si 12.235 4.074 10.966 0.002 0.007 -0.002
Si 14.961 6.799 11.004 0.01 -0.001 -0.004
Si 12.236 9.523 10.968 0.005 0.005 0
Si 14.954 -4.081 11.014 0.006 0.004 -0.001
Si 19.034 0.006 12.401 -0.006 0.003 -0.002
Si 21.76 2.734 12.42 -0.008 0.005 0.004
Si 19.034 5.447 12.407 0.004 -0.002 0.001
Si 21.766 8.167 12.414 -0.006 -0.012 0.001
Si 19.036 10.881 12.398 -0.012 -0.003 -0.002
Si 21.763 -2.713 12.403 -0.006 0.003 -0.001
Si 24.494 0.002 12.398 -0.004 -0.003 -0.001
Si 27.207 2.726 12.376 0.003 -0.005 0
Si 24.486 5.453 12.407 -0.001 0.002 -0.001
Si 27.211 -8.158 12.398 -0.004 -0.001 0.005
Si 24.485 -5.431 12.398 -0.01 -0.003 -0.002
Si 27.213 -2.718 12.386 -0.006 0.003 0.002
Si 13.569 0.016 12.354 -0.001 -0.007 0
Si 16.3 2.729 12.387 -0.005 -0.001 0.003
Si 13.584 5.444 12.341 0.001 0 -0.006
Si 16.311 8.165 12.381 -0.003 0.008 -0.003
Si 13.582 -5.438 12.355 -0.003 -0.007 0.001
Si 16.302 -2.712 12.387 0.002 -0.007 0.002
Si 17.678 1.388 13.748 0.016 -0.008 0.005
Si 20.4 4.111 13.777 -0.008 -0.002 0.009
Si 17.671 6.822 13.756 0.003 0.003 -0.002
Si 20.402 9.537 13.765 0.007 0.005 0
Si 17.672 -4.066 13.743 0.005 0.006 0.004
Si 20.402 -1.343 13.757 0.006 -0.007 0.004
Si 23.141 1.377 13.755 0.009 -0.01 0.001
Si 25.855 4.091 13.744 -0.002 0.001 -0.01
Si 23.133 6.821 13.776 0.004 0.005 0.001
Si 25.838 -6.792 13.755 -0.003 0.007 0.003
Si 23.137 -4.051 13.759 -0.003 0.007 -0.003
Si 25.86 -1.349 13.755 0.012 -0.005 0.001
Si 12.206 1.386 13.713 -0.002 0.008 0.005
Si 14.932 4.107 13.731 0.001 0.007 0.001
Si 12.227 -9.502 13.691 0.01 0 0.006
Si 14.946 9.538 13.727 0.009 -0.005 0.003
Si 12.22 -4.061 13.699 0.005 0 0.003
Si 14.935 -1.325 13.72 0 0.011 0.001
Si 16.291 0.045 15.086 -0.012 -0.003 -0.004
Si 19.021 2.764 15.125 -0.004 0.005 0.004
Si 16.283 5.48 15.1 -0.006 -0.004 0.009
Si 19.03 8.188 15.124 -0.007 -0.002 0.005
Si 16.297 -5.41 15.094 -0.002 -0.005 -0.006
Si 19.028 -2.696 15.103 -0.017 -0.008 0.003
Si 21.769 0.032 15.105 -0.002 0.006 0.004
Si 24.497 2.747 15.116 -0.004 0.007 0.003
Si 21.765 5.478 15.139 -0.006 0.008 -0.002
Si 24.484 8.188 15.143 -0.001 0.002 0.001
Si 21.766 10.919 15.106 -0.002 0.007 -0.002
Si 24.494 -2.685 15.127 -0.007 0.002 0.006
Si 10.82 0.015 15.04 -0.016 -0.008 0.003
Si 13.55 2.77 15.088 -0.002 0.004 0.008
Si 10.849 5.469 15.037 -0.006 0.002 -0.008
Si 13.579 -8.141 15.076 -0.003 0 -0.008
Si 10.844 -5.425 15.034 -0.006 -0.018 0.001
Si 13.567 -2.679 15.068 0.007 -0.002 0.004
Si 33.627 -1.252 0.079 0.254 -0.009 0.704
Si 36.834 1.315 -0.043 -0.219 0.127 0.72
Si 33.605 4.068 0.144 0.279 -0.055 0.695
Si 36.363 6.864 -0.095 0.213 -0.058 0.67
Si 34.142 -7.215 -0.053 0.014 0.188 0.754
Si 36.843 -4.048 -0.106 -0.284 0.111 0.707
Si 39.192 -0.716 0.181 -0.084 -0.338 0.692
Si 41.883 1.771 0.248 0.084 -0.085 0.734
Si 39.694 3.95 0.119 -0.169 0.105 0.77
Si -22.918 6.777 -0.063 -0.189 0.154 0.662
Si -26.283 9.984 0.12 -0.02 -0.151 0.766
Si 25.977 11.97 0.232 -0.31 0.266 0.678
Si 28.575 -1.675 0.12 -0.094 0.258 0.75
Si 31.494 1.045 0.117 -0.242 0.073 0.823
Si 28.291 4.043 0.256 0.187 -0.078 0.678
Si 31.405 6.31 -0.029 -0.168 0.29 0.71
Si 28.271 9.721 0.191 0.255 -0.302 0.662
Si 30.872 -3.813 0.188 0.085 -0.099 0.757
Si 35.267 0.036 1.247 0.002 0.023 -0.044
Si 38.021 2.815 1.356 0.032 -0.013 -0.048
Si 35.228 5.354 1.313 -0.015 -0.004 -0.046
Si -27.368 8.183 1.203 -0.021 -0.017 -0.061
Si 35.236 -5.4 1.124 0.008 -0.002 -0.026
Si 38.064 -2.547 1.256 0.01 0.023 -0.03
Si 40.714 0.263 1.62 0.02 -0.007 -0.046
Si 27.075 2.591 1.562 -0.029 0.015 -0.045
Si -24.486 5.614 1.328 0.027 -0.015 -0.055
Si 27.178 8.014 1.378 0.001 -0.01 -0.041
Si -24.645 -5.26 1.388 0.006 -0.001 -0.036
Si 27.097 -2.773 1.541 0.008 0.01 -0.054
Si 29.802 -0.057 1.345 0.009 -0.007 -0.048
Si 32.5 2.61 1.556 -0.002 -0.016 -0.046
Si 29.882 5.29 1.448 -0.015 0.006 -0.022
Si 32.52 -8.303 1.266 -0.005 -0.004 -0.041
Si 29.843 -5.463 1.491 -0.014 0.024 -0.066
Si 32.48 -2.713 1.481 -0.007 0.009 -0.053
Si 33.989 1.322 2.778 0.01 -0.005 0.027
Si 36.644 4.124 2.712 -0.019 -0.01 0.019
Si 33.876 6.719 2.704 0.01 0.019 0.042
Si -28.702 9.574 2.597 -0.026 0.005 0.037
Si 33.92 -4.133 2.655 0.046 0.007 -0.007
Si 36.632 -1.292 2.655 -0.008 -0.003 0.016
Si 39.301 1.551 2.894 -0.022 0.034 0.047
Si -23.229 4.287 2.836 -0.029 0.005 0.063
Si -25.951 6.908 2.619 -0.018 0.006 0.011
Si -23.217 -6.707 2.606 0.024 -0.015 0.022
Si -25.941 -3.89 2.734 -0.034 0.014 0.027
Si 25.777 -1.387 2.876 0.006 -0.001 0.004
Si 28.506 1.258 2.816 0.033 -0.003 0.012
Si 31.166 3.977 2.884 -0.01 -0.005 0.015
Si 28.567 6.734 2.784 -0.015 0.002 0.005
Si 31.253 -6.88 2.703 0.025 -0.005 0.005
Si 28.483 -4.133 2.885 0.001 0.007 0.033
Si 31.151 -1.346 2.823 -0.026 0.015 0.051
Si 32.584 -0.009 4.14 -0.033 0.011 -0.025
Si 35.319 2.737 4.106 0.011 -0.019 -0.019
Si 32.568 5.39 4.145 0.014 0.007 -0.004
Si -30.033 8.179 4.01 0.011 0.005 -0.041
Si 32.596 -5.486 4.066 -0.023 0.009 0.015
Si 35.285 -2.717 4.01 0.003 -0.002 -0.033
Si 37.958 0.053 4.109 0.017 -0.012 -0.025
Si -24.579 2.897 4.185 0.002 0.016 -0.003
Si -27.274 5.523 4.031 0.025 0.002 -0.006
Si -24.567 -8.074 3.99 0.037 -0.007 -0.009
Si -27.312 -5.377 3.99 0.023 -0.036 -0.024
Si -24.558 -2.612 4.115 0.016 -0.015 0.018
Si 27.171 -0.062 4.222 -0.013 0.009 0.001
Si 29.818 2.635 4.218 -0.007 0.003 0.014
Si 27.194 5.403 4.188 0.006 -0.013 -0.006
Si 29.902 -8.196 4.131 -0.004 -0.013 -0.003
Si 27.143 -5.538 4.189 -0.004 0.005 -0.001
Si 29.849 -2.74 4.201 -0.012 0 -0.009
Si 34.02 -1.364 16.439 0.004 -0.005 0.001
Si 36.75 1.316 16.408 -0.023 0.003 0.002
Si 34.036 4.089 16.378 -0.018 0.008 0
Si -28.509 6.795 16.323 -0.001 0.003 -0.022
Si 34.024 -6.801 16.403 0.006 -0.007 0.002
Si 36.75 -4.107 16.4 -0.003 0.009 -0.002
Si 39.43 -1.402 16.363 -0.006 -0.002 -0.004
Si 25.853 1.403 16.492 0.008 0 -0.006
Si -25.819 4.015 16.335 -0.017 -0.016 0.003
Si 25.881 6.813 16.457 -0.005 0.006 -0.01
Si -25.827 -6.806 16.338 0.005 -0.019 -0.005
Si 25.856 -4.043 16.49 0.006 0.003 -0.004
Si 28.564 -1.334 16.449 0.005 -0.015 -0.01
Si 31.285 1.354 16.414 -0.005 -0.002 -0.009
Si 28.546 4.086 16.493 -0.001 0.006 0.003
Si 31.299 -9.546 16.424 0.012 0.008 -0.012
Si 28.552 -6.784 16.447 0 -0.004 -0.002
Si 31.321 -4.044 16.427 0.006 0.01 -0.008
Si 35.414 -0.048 17.808 -0.001 -0.008 0.027
Si 38.139 2.644 17.77 0.034 0 -0.003
Si 35.47 5.422 17.695 0.001 0.004 -0.003
Si -27.182 8.155 17.702 -0.003 -0.007 0.011
Si 35.406 -5.468 17.775 0.005 -0.019 0.023
Si 38.131 -2.787 17.78 0.008 0.016 0.021
Si 40.783 -0.037 17.709 0.009 -0.003 -0.009
Si 27.211 2.721 17.901 -0.012 -0.006 0.016
Si -24.399 5.401 17.582 0.022 0.002 -0.001
Si 27.219 8.164 17.842 0.012 0.001 0.003
Si -24.45 -5.473 17.699 -0.015 0.02 -0.004
Si 27.18 -2.63 17.84 0.009 0 0.006
Si 29.945 -0.006 17.806 -0.006 0.007 -0.002
Si 32.64 2.751 17.714 0.004 -0.003 0.01
Si 29.897 5.48 17.822 -0.005 0.006 -0.01
Si 32.685 -8.195 17.747 -0.015 -0.011 0.027
Si 29.914 -5.377 17.738 -0.017 0.009 0.014
Si 32.655 -2.688 17.837 -0.023 0.016 -0.007
Si 34.009 1.406 19.044 0.016 -0.019 -0.047
Si 36.804 4.054 19.088 -0.023 0.022 -0.002
Si 34.17 -9.518 19.053 0.013 0.034 -0.022
Si 36.763 -6.843 19.157 -0.006 0 -0.013
Si 34.038 -4.098 19.12 0.027 -0.001 -0.009
Si 36.792 -1.459 19.192 -0.022 0.018 -0.027
Si 39.487 1.275 19.182 -0.025 -0.012 0
Si 25.833 4.092 19.272 -0.019 0.009 -0.024
Si -25.748 6.752 18.922 0 0.002 -0.03
Si 25.878 9.537 19.201 -0.018 0.01 -0.005
Si 39.486 -4.187 19.154 -0.001 0.003 -0.012
Si 42.075 -1.445 19.068 -0.012 -0.027 -0.02
Si 28.618 1.32 19.215 -0.018 -0.001 -0.031
Si 31.278 4.092 19.1 -0.014 -0.019 -0.015
Si 28.548 6.817 19.26 0.015 -0.024 -0.017
Si 31.205 -6.851 19.008 -0.023 -0.023 -0.051
Si 28.613 -3.962 19.132 0.027 0.017 -0.039
Si 31.286 -1.311 19.232 0.012 -0.029 -0.012
Si 32.68 0.113 20.488 -0.009 0.009 0.042
Si 35.385 2.728 20.408 -0.003 0.008 0.053
Si 32.748 5.463 20.293 -0.017 -0.002 0.011
Si 35.453 -8.207 20.575 -0.006 -0.029 0.032
Si 32.584 -5.512 20.276 -0.023 -0.003 0.038
Si 35.422 -2.864 20.576 0.026 0.011 0.017
Si 38.172 -0.13 20.629 -0.016 -0.026 0.049
Si 40.924 2.728 20.371 0.004 0.006 0.055
Si 38.264 5.401 20.346 0.013 -0.001 0.055
Si -24.409 8.073 20.31 -0.007 -0.018 0.052
Si 38.172 -5.573 20.568 0.006 -0.015 0.046
Si 40.799 -2.848 20.579 0.016 0.011 0.041
Si 27.192 0.074 20.641 0.01 0.013 0.04
Si 30 2.692 20.529 0.014 0.012 0.027
Si 27.246 5.403 20.651 0.01 -0.003 0.055
Si 29.873 8.26 20.565 0.014 0.023 0.06
Si 27.245 10.984 20.432 -0.014 0.003 0.075
Si 29.894 -2.617 20.639 -0.04 -0.01 0.026
Si 34.292 -1.101 21.638 -0.064 -0.184 -0.805
Si 36.485 1.109 21.702 0.165 0.076 -0.744
Si 33.836 3.949 21.712 0.144 0.059 -0.739
Si 37.177 -9.417 21.744 -0.27 0.033 -0.714
Si 33.71 -6.996 21.669 0.27 0.021 -0.738
Si 36.924 -4.142 21.974 -0.198 -0.136 -0.667
Si 39.159 -1.866 22.025 0.164 0.231 -0.749
Si 26.1 1.697 21.987 -0.182 -0.116 -0.777
Si 39.856 4.324 21.734 -0.145 -0.177 -0.736
Si 25.641 6.514 21.973 0.196 0.229 -0.768
Si 39.394 -7.211 21.806 0.037 0.255 -0.762
Si 42.481 -4.038 21.768 -0.228 -0.119 -0.714
Si 28.208 -1.555 22.03 0.348 0.208 -0.675
Si 31.624 1.703 21.935 -0.159 -0.237 -0.677
Si 28.464 3.777 21.912 0.083 0.242 -0.677
Si 31.628 7.063 21.547 -0.173 0.039 -0.722
Si 28.757 9.943 21.897 -0.089 -0.261 -0.718
Si 31.104 -4.35 21.65 -0.036 0.16 -0.729
Si -32.032 -6.643 -2.96 0.008 0.035 0.125
Si 27.646 -2.558 -7.103 0.046 -0.094 -0.051
Si 30.072 5.575 23.793 -0.079 -0.178 -0.031
Si -28.407 2.982 -7.231 0.127 0.01 -0.074
Si -26.945 7.824 -3.874 -0.067 -0.044 0.011
Si 24.566 -5.522 23.938 0.077 0.018 -0.117
Si 27.4 6.74 24.583 -0.078 -0.196 -0.007
Si -28.418 2.32 24.587 -0.045 0.01 0.014
Si -24.676 -0.712 -2.591 0.058 0.031 -0.013
Si 25.791 -6.674 -6.493 -0.002 0.093 -0.042
Si -29.992 -5.941 24.042 0.111 0.144 -0.108
Si -30.963 -0.193 -3.854 0.064 -0.013 -0.106
Si -25.66 3.273 24.665 0.001 -0.042 -0.17
Si 25.233 6.683 -2.926 0.142 -0.084 0.144
Si 31.133 -4.468 -2.739 -0.028 -0.03 0.136
Si 23.873 5.177 -6.661 -0.008 -0.055 0.09
Si -24.671 1.471 -4.574 -0.08 0.03 -0.057
Si 24.986 4.132 -4.148 -0.003 0.01 0.016
Si 25.651 -4.697 -2.694 0.123 -0.024 0.194
Si 30.609 6.589 -5.684 -0.085 -0.055 0.023
Si -30.323 2.48 -2.238 0.073 -0.062 0.129
Si 28.146 -1.243 25.132 -0.027 -0.031 -0.16
Si -30.836 4.526 -4.489 -0.036 -0.033 0.038
Si 32.607 -2.632 23.741 -0.074 -0.033 -0.102
Si -31.171 0.177 -7.038 -0.009 -0.004 0.023
Si -25.148 -1.302 25.046 -0.138 -0.134 -0.144
Si -30.229 -4.929 -4.358 0.102 0.112 -0.081
Si -31.988 7.21 -4.775 0.146 -0.046 -0.002
Si 27.501 5.204 -3.963 0.068 0.018 0.025
Si 29.442 -4.92 -7.153 -0.065 0.103 -0.032
Si 28.511 -6.161 -2.75 0.002 0.009 0.131
Si -31.554 3.045 -6.934 -0.133 0.052 -0.116
Si 28.899 1.243 -7.061 0.075 0.023 -0.109
Si 31.071 -1.232 25.787 0.108 0.021 -0.009
Si 30.864 1.478 24.993 0.032 0.009 -0.067
Si 26.811 -0.344 -2.17 -0.03 0.04 0.196
Si -22.55 6.123 -5.269 0.159 -0.095 0.021
Si -30.079 -2.543 -2.337 0.135 -0.008 0.173
Si 30.056 2.775 -2.026 0 -0.015 0.139
Si 27.23 -6.692 24.729 0.145 0.109 -0.173
Si 30.498 -2.311 -6.679 -0.131 0.014 0.028
Si 28.592 -7.355 -5.482 0.045 0.034 0.009
Si -31.543 -4.268 26.09 -0.013 -0.121 -0.141
Si -29.221 6.787 -5.476 0.037 0.056 -0.074
Si 31.451 -1.508 -3.968 -0.05 0.011 0.045
Si 28.918 4.443 -6.769 -0.053 -0.085 0.042
Si -26.513 6.645 -6.414 -0.109 -0.066 -0.04
Si -22.196 3.261 -4.611 0.051 0.109 0.02
Si 17.498 -4.66 -4.206 0.052 -0.048 0.013
Si -30.908 -5.177 -7.256 0.032 0.04 -0.056
Si 30.21 5.597 -2.706 0.018 0.049 0.099
Si -25.509 -6.384 -2.739 0.081 0.086 0.087
Si -29.572 5.159 23.916 0.051 -0.102 -0.139
Si 29.16 0.571 -3.972 0 -0.021 0.069
Si 33.942 -1.395 5.452 0.029 0.004 -0.002
Si 36.635 1.388 5.499 0.017 0.012 0.012
Si 33.957 4.07 5.49 -0.009 -0.011 0.007
Si -28.641 6.859 5.398 -0.012 -0.015 0.002
Si 33.941 9.506 5.453 0.003 -0.006 0.003
Si -28.644 -4.055 5.408 0.004 0.007 0
Si -25.933 -1.286 5.463 -0.002 0.021 0.014
Si -23.207 1.449 5.447 -0.014 0.007 0.004
Si -25.956 4.212 5.497 0.003 0.006 0.016
Si -23.187 6.92 5.39 -0.003 -0.001 -0.003
Si -25.926 -6.725 5.364 -0.013 0.014 0.001
Si -23.193 -4.027 5.41 0.008 0.005 0.01
Si 28.522 -1.401 5.591 0.015 -0.007 0.009
Si 31.247 1.332 5.541 0.004 -0.012 0.006
Si 28.514 4.039 5.572 -0.003 0.003 0.014
Si 31.244 6.774 5.511 -0.004 -0.011 0.007
Si 28.549 -6.851 5.528 -0.005 0.004 0.012
Si 31.254 -4.121 5.476 0.008 -0.02 0.002
Si 35.283 -0.006 6.829 0.003 0.005 -0.008
Si -27.273 2.772 6.829 0.004 0.002 -0.003
Si -29.958 5.47 6.807 0.002 0.004 -0.01
Si -27.259 -8.108 6.757 0.009 0.006 -0.012
Si -29.975 -5.43 6.798 -0.007 -0.006 -0.006
Si -27.277 -2.7 6.788 0.008 -0.002 -0.008
Si -24.554 0.069 6.806 -0.006 0.005 0.002
Si -21.805 2.811 6.752 0.008 0.009 -0.004
Si -24.527 5.545 6.789 -0.007 -0.002 -0.003
Si -21.809 -8.081 6.757 0.018 -0.009 -0.001
Si -24.558 -5.395 6.759 0.017 -0.009 -0.005
Si -21.825 -2.674 6.774 0 0 0.003
Si 29.9 -0.027 6.917 -0.003 0.007 -0.002
Si 32.605 2.717 6.875 0 0.001 -0.005
Si 29.895 5.419 6.896 -0.004 -0.001 -0.006
Si 32.603 8.153 6.853 0.001 0.002 -0.003
Si 29.905 -5.466 6.873 -0.004 0.003 -0.004
Si 32.607 -2.75 6.843 -0.005 -0.009 -0.009
Si 33.956 1.35 8.224 -0.016 -0.008 0.004
Si -28.621 4.115 8.197 0.001 -0.008 0
Si 33.973 6.804 8.206 0.001 -0.003 0
Si -28.606 -6.779 8.16 0.01 0.01 0.002
Si 33.968 -4.092 8.205 -0.003 -0.002 0.001
Si -28.617 -1.352 8.178 -0.008 -0.003 0.002
Si -25.903 1.411 8.176 0.003 0.003 0.01
Si -23.175 4.143 8.125 -0.011 -0.009 0.004
Si -25.898 6.87 8.152 0.016 0.002 0.001
Si -23.18 -6.745 8.123 0.008 0.006 -0.002
Si -25.904 -4.053 8.144 -0.002 -0.006 0.001
Si -23.186 -1.319 8.135 -0.006 -0.002 -0.004
Si 28.561 1.34 8.293 0.008 0 -0.004
Si 31.263 4.074 8.254 0.008 0.006 0.001
Si 28.554 6.777 8.281 -0.004 -0.009 -0.003
Si 31.26 -6.815 8.24 0.003 0 -0.004
Si 28.568 -4.116 8.281 0.008 0.003 -0.003
Si 31.268 -1.394 8.245 -0.001 0.003 -0.004
Si 32.615 -0.012 9.601 -0.002 0 -0.004
Si -29.96 2.729 9.566 -0.005 0.003 -0.004
Si 32.629 5.445 9.595 -0.002 0.001 -0.003
Si -29.942 -8.147 9.554 -0.001 -0.003 -0.007
Si 32.622 -5.445 9.59 -0.001 0.003 -0.001
Si -29.956 -2.718 9.558 0.003 -0.001 -0.005
Si -27.25 0.018 9.526 0.012 0.009 -0.006
Si -24.517 2.766 9.504 0.006 -0.003 0.001
Si -27.232 5.476 9.527 0.006 -0.01 -0.005
Si -24.519 -8.113 9.506 -0.001 0.007 0.003
Si -27.242 -5.424 9.523 0.003 -0.003 -0.001
Si -24.533 -2.695 9.497 0.005 0.005 0.001
Si 27.207 -0.019 9.661 -0.004 0.002 -0.003
Si 29.917 2.717 9.636 0 0.005 -0.002
Si 27.2 5.433 9.661 -0.002 0.006 -0.002
Si 29.912 -8.167 9.626 -0.006 -0.001 -0.004
Si 27.208 -5.458 9.657 -0.003 0.007 -0.001
Si 29.919 -2.737 9.632 0.007 -0.006 0.001
Si 33.984 -1.367 10.95 -0.008 0.003 -0.002
Si -28.593 1.364 10.914 -0.006 -0.002 0
Si -31.3 4.078 10.955 -0.011 -0.005 0.002
Si -28.583 -9.509 10.916 0.005 0.005 0.001
Si -31.291 -6.798 10.942 -0.006 0.001 -0.002
Si -28.588 -4.076 10.907 0 0.001 0.001
Si -25.885 -1.35 10.875 -0.007 -0.003 0.004
Si -23.158 1.382 10.845 -0.007 0.008 0.004
Si -25.872 4.104 10.882 0.007 0 0.006
Si -23.149 -9.492 10.846 0.001 -0.019 0.001
Si -25.877 -6.78 10.885 0.009 0.01 0.004
Si -23.162 -4.057 10.848 0.004 -0.004 0.001
Si 28.572 -1.372 11.012 0.008 -0.005 -0.001
Si 31.276 1.35 10.983 0.002 -0.007 -0.002
Si 28.566 4.077 11.008 -0.004 -0.005 -0.001
Si 31.281 6.8 10.976 0.005 0 -0.002
Si 28.566 -6.813 11.014 0.005 -0.007 0.001
Si 31.281 -4.092 10.984 0.004 -0.004 0
Si 35.349 -0.003 12.3 -0.003 -0.002 -0.002
Si -27.217 2.722 12.254 0.003 -0.006 -0.003
Si -29.925 5.44 12.297 -0.005 -0.01 -0.002
Si -27.21 -8.155 12.268 0.006 -0.006 0.006
Si -29.925 -5.435 12.292 0.005 0.007 -0.005
Si -27.228 -2.712 12.26 0.001 -0.003 0.001
Si -24.506 0.004 12.214 0.008 -0.001 -0.003
Si -21.782 2.734 12.189 0.016 -0.007 -0.004
Si -24.489 5.454 12.222 0.004 0.007 -0.001
Si -21.773 -8.144 12.198 0.004 0.009 0.004
Si -24.505 -5.421 12.226 0.003 0.003 0.003
Si -21.784 -2.709 12.195 -0.001 0.012 0.003
Si 29.923 0.005 12.365 0.002 0.01 0.003
Si 32.638 2.714 12.337 -0.01 -0.006 -0.002
Si 29.931 5.444 12.355 0.004 0.007 -0.001
Si 32.638 8.171 12.325 0.006 0 -0.006
Si 29.926 -5.441 12.363 -0.001 0.008 -0.002
Si 32.641 -2.722 12.334 -0.002 0.001 -0.001
Si 34.01 1.352 13.686 -0.005 -0.004 0
Si -28.56 4.066 13.646 0 0 0.01
Si -31.28 6.802 13.666 -0.016 0.011 -0.004
Si -28.561 -6.799 13.642 -0.006 0.001 0.002
Si 34.016 -4.079 13.681 0.003 -0.006 -0.003
Si 36.704 -1.373 13.656 -0.007 0.009 0.003
Si -25.863 1.337 13.598 0.001 0.005 0.004
Si -23.133 4.074 13.57 0 -0.004 0.004
Si -25.832 -9.526 13.608 0.009 -0.013 0.004
Si -23.138 -6.796 13.564 -0.011 0.007 0.002
Si -25.859 -4.075 13.605 0 0.007 -0.001
Si -23.146 -1.366 13.567 0.002 -0.008 0.008
Si 28.563 1.372 13.733 -0.011 0.017 0.003
Si 31.279 4.068 13.708 0.006 -0.004 0.001
Si 28.589 -9.517 13.738 0.006 -0.008 0.004
Si 31.295 9.528 13.718 0 -0.01 -0.002
Si 28.572 -4.081 13.739 0.018 -0.01 -0.001
Si 31.291 -1.358 13.709 0.002 -0.005 0.004
Si 32.661 -0.004 15.064 -0.004 0.001 0.006
Si 35.389 2.698 15.042 0.002 -0.003 0.006
Si 32.653 5.436 15.034 -0.002 0 -0.004
Si -29.912 8.16 15.014 0.003 -0.009 0.003
Si 32.667 -5.422 15.06 0.005 0.014 0.002
Si 35.37 -2.731 15.059 -0.005 0 0.002
Si 38.08 -0.025 15.001 0.006 -0.012 -0.002
Si -24.485 2.687 14.932 0.004 0 0.004
Si -27.166 5.413 14.98 0.005 0.009 -0.003
Si -24.469 -8.156 14.954 0.005 0.001 -0.006
Si -27.192 -5.44 14.99 0.007 0.002 0.005
Si -24.493 -2.725 14.956 0 0.008 0
Si 27.203 0.034 15.11 -0.006 -0.002 0.001
Si 29.91 2.734 15.098 -0.005 -0.01 0.004
Si 27.224 5.446 15.095 -0.006 0 0.002
Si 29.941 -8.145 15.096 0.007 0 0.008
Si 27.191 -5.421 15.103 -0.004 0.005 0.002
Si 29.93 -2.702 15.084 -0.006 0.002 0.003
Si -15.299 -0.951 0.053 0.181 -0.141 0.727
Si -11.996 1.233 0 -0.168 0.184 0.7
Si -15.206 4.417 -0.015 0.08 -0.129 0.723
Si -12.316 7.09 0.002 0.088 -0.291 0.716
Si -14.575 -7.024 -0.138 -0.226 0.291 0.715
Si -11.976 -4.126 0.181 -0.134 0.05 0.604
Si -9.763 -0.943 0.233 0.01 -0.138 0.687
Si -7.21 1.607 0.2 0.177 0.033 0.714
Si -9.226 3.962 -0.022 -0.261 0.109 0.72
Si -6.464 6.492 -0.073 -0.16 0.191 0.721
Si -9.747 -6.341 0.133 0.083 -0.249 0.67
Si -23.156 -4.12 -0.048 -0.172 0.222 0.686
Si -20.273 -1.582 0.167 -0.065 0.13 0.751
Si -17.676 1.12 0.125 -0.03 0.289 0.673
Si -20.773 4.521 0.264 0.1 -0.004 0.714
Si -17.372 6.709 -0.264 -0.251 0.185 0.646
Si -20.737 -6.192 -0.176 0.205 -0.376 0.659
Si -17.93 -3.643 0.002 0.125 -0.175 0.688
Si -13.633 0.133 1.29 0.001 -0.005 -0.055
Si -10.871 2.843 1.287 0.006 -0.021 -0.07
Si -13.605 5.555 1.279 -0.008 0.012 -0.043
Si -10.823 8.268 1.327 0.01 0.01 -0.04
Si -13.605 -5.379 1.273 0.004 -0.02 -0.053
Si -10.835 -2.601 1.473 0.021 0.011 -0.046
Si -8.319 0.195 1.653 -0.005 -0.008 -0.055
Si -21.867 2.924 1.551 0.013 0.005 -0.048
Si -8.074 5.474 1.309 0.016 0.011 -0.065
Si -21.758 -7.929 1.168 -0.004 0.044 -0.036
Si -8.157 -5.385 1.55 -0.04 -0.015 -0.012
Si -21.916 -2.686 1.379 -0.012 0.008 -0.029
Si -19.164 0.008 1.501 0.006 -0.008 -0.034
Si -16.454 2.84 1.228 0.016 -0.027 -0.036
Si -19.029 5.708 1.217 0.036 0.006 -0.028
Si -16.287 -8.054 1.144 0.012 -0.013 -0.073
Si -19.106 -5.262 1.239 -0.02 0.01 -0.069
Si -16.368 -2.575 1.365 -0.035 0.015 -0.068
Si -15.029 1.504 2.617 -0.019 0 0.019
Si -12.275 4.166 2.621 -0.011 -0.014 0.016
Si -14.986 6.921 2.619 0.015 0.018 0.029
Si -12.235 -6.713 2.681 -0.007 0.009 0.027
Si -14.998 -4.02 2.615 0.015 0.013 0.011
Si -12.323 -1.261 2.7 0.002 0.028 0.039
Si -9.668 1.561 2.877 -0.032 0.058 0.036
Si -6.767 4.087 2.696 0 -0.004 0.032
Si -9.468 6.851 2.625 -0.014 -0.017 -0.001
Si -6.77 -6.856 2.696 0.025 -0.018 0.011
Si -9.474 -3.948 2.827 -0.018 0.002 0.035
Si -23.201 -1.263 2.751 -0.002 -0.004 0.011
Si -20.493 1.462 2.764 -0.008 -0.007 0.031
Si -17.777 4.223 2.601 -0.005 -0.01 0.02
Si -20.408 7.04 2.596 -0.035 -0.009 0.029
Si -17.713 -6.705 2.511 -0.003 -0.018 -0.005
Si -20.503 -4.028 2.714 0.017 0.006 0.031
Si -17.74 -1.308 2.806 -0.005 -0.021 0.042
Si -16.345 0.116 4.035 -0.001 -0.001 -0.019
Si -13.648 2.817 3.997 0.006 -0.012 -0.005
Si -16.363 5.537 3.963 0.009 0.011 -0.003
Si -13.62 8.244 4.009 0 -0.007 -0.005
Si -16.376 -5.377 3.947 -0.012 0.001 0.013
Si -13.656 -2.669 4.016 0.009 -0.014 -0.006
Si -10.994 0.088 4.104 0.013 -0.007 0
Si -8.16 2.826 4.113 0.011 0.001 0.008
Si -10.881 5.509 3.97 0.016 -0.007 -0.006
Si -8.141 8.151 4.048 0.025 0.002 0.026
Si -10.889 -5.362 4.06 0 -0.015 -0.012
Si -8.107 -2.615 4.123 0.005 0.01 0.016
Si -21.839 0.085 4.104 0.002 0.004 0.016
Si -19.087 2.848 4.026 0.012 0.022 0.003
Si -21.761 5.643 4.029 0.029 -0.013 -0.002
Si -19.046 -8.009 3.985 0.012 -0.001 0.016
Si -21.855 -5.404 4.039 0.016 -0.001 -0.013
Si -19.13 -2.683 4.089 -0.014 0.013 -0.002
Si -14.952 -1.387 16.223 -0.015 0.005 -0.003
Si -12.258 1.327 16.165 -0.01 0.004 0.005
Si -14.939 4.059 16.164 -0.009 -0.004 -0.004
Si -12.197 6.793 16.193 0 -0.001 0.001
Si -14.914 -6.812 16.227 -0.008 -0.005 -0.006
Si -12.218 -4.091 16.211 -0.006 -0.004 -0.002
Si -9.535 -1.363 16.115 -0.003 -0.012 -0.001
Si -23.143 1.313 16.292 -0.001 -0.019 -0.002
Si -9.57 4.067 16.188 0.015 -0.01 0
Si -23.065 -9.527 16.258 -0.002 0.004 -0.012
Si -9.503 9.529 16.191 0.007 0.008 -0.012
Si -23.137 -4.109 16.29 -0.006 -0.001 -0.01
Si -20.422 -1.417 16.231 -0.015 -0.009 -0.004
Si -17.661 1.333 16.186 -0.002 0.005 -0.009
Si -20.373 4.064 16.241 -0.003 0 -0.001
Si -17.619 -9.508 16.222 0.004 -0.006 0.005
Si -20.386 -6.83 16.238 -0.01 0.005 0.002
Si -17.646 -4.094 16.227 0.004 0.001 0.005
Si -13.582 -0.031 17.563 0.003 -0.01 0.017
Si -10.918 2.661 17.542 -0.019 0.008 -0.012
Si -13.536 5.379 17.505 -0.013 -0.006 -0.011
Si -10.846 8.171 17.557 0.014 -0.021 0.011
Si -13.56 -5.455 17.593 0.02 0.009 -0.008
Si -10.852 -2.695 17.517 0.003 0.017 0.003
Si -8.199 -0.03 17.487 0.003 0.015 0.01
Si -21.729 2.666 17.575 0.002 0.017 0.021
Si -8.219 5.458 17.511 -0.014 -0.004 0.003
Si -21.701 -8.194 17.645 0.01 -0.019 0.007
Si -8.129 -5.464 17.563 0.011 0.008 0.028
Si -21.804 -2.737 17.633 0.016 0.021 0.016
Si -18.977 -0.1 17.507 0.002 -0.007 -0.016
Si -16.294 2.701 17.518 0.006 -0.007 0.026
Si -19.003 5.468 17.553 0.006 -0.007 -0.011
Si -16.193 -8.221 17.608 0.01 -0.006 0.034
Si -19.001 -5.477 17.549 -0.008 0 0.014
Si -16.279 -2.759 17.614 0.007 0.005 0.012
Si -14.981 1.315 18.889 0.007 -0.006 -0.03
Si -12.291 3.983 18.92 -0.011 -0.006 -0.002
Si -14.734 6.729 18.957 0.001 0.03 -0.018
Si -12.158 9.537 18.944 -0.007 0 -0.004
Si -14.892 -4.106 18.98 -0.012 0.013 -0.002
Si -12.218 -1.401 18.931 0.002 0.005 -0.044
Si -9.593 1.263 18.877 0 -0.006 0.002
Si -23.038 4.06 18.943 -0.004 -0.003 -0.029
Si -9.535 6.809 18.955 0.025 -0.005 -0.013
Si -23.059 -6.843 19.01 0.005 0.005 -0.002
Si -9.423 -3.976 18.86 0.017 0.021 -0.039
Si -6.835 -1.427 18.776 -0.008 -0.03 -0.014
Si -20.357 1.209 18.813 -0.031 0.002 -0.023
Si -17.605 4.124 18.842 0.018 0.022 -0.017
Si -20.32 -9.55 19.003 0.005 0.005 -0.018
Si -17.608 -6.842 18.871 0.004 -0.005 -0.031
Si -20.386 -4.118 18.88 0.003 -0.005 -0.038
Si -17.667 -1.418 18.959 -0.027 -0.003 -0.019
Si -16.299 -0.06 20.291 0.021 0.01 0.031
Si -13.667 2.648 20.312 -0.01 -0.002 0.049
Si -16.148 5.363 20.256 0 -0.049 0.016
Si -13.312 8.071 20.375 -0.044 -0.035 0.034
Si -16.254 -5.519 20.256 -0.012 -0.021 0.04
Si -13.514 -2.77 20.357 0.031 0.025 0.04
Si -10.898 -0.049 20.344 -0.033 -0.011 0.047
Si -8.222 2.622 20.145 0.009 0.008 0.037
Si -10.885 5.32 20.213 0.052 0.004 0.067
Si -8.18 8.107 20.436 0.013 0.02 0.043
Si -10.781 -5.322 20.174 -0.021 0.019 0.057
Si -8.126 -2.625 20.34 -0.011 0.019 0.065
Si 43.568 -0.094 20.248 0.032 -0.007 0.016
Si -18.985 2.648 20.006 0.012 0.003 0.038
Si -21.648 5.361 20.346 0.01 0.023 0.03
Si -18.888 -8.202 20.301 0.005 -0.015 0.05
Si -21.664 -5.475 20.298 0.02 0.016 0.058
Si -19.05 -2.798 20.275 -0.004 -0.014 0.051
Si -14.708 -1.194 21.608 -0.195 -0.151 -0.716
Si -12.544 1.06 21.599 0.185 0.162 -0.805
Si -15.25 3.712 21.71 0.268 0.271 -0.728
Si -11.944 6.628 21.831 -0.034 0.169 -0.656
Si -15.038 9.192 21.469 0.062 0.116 -0.783
Si -11.848 -3.853 21.667 -0.201 -0.035 -0.767
Si -9.716 -1.525 21.755 0.194 0.121 -0.733
Si 42.572 1.564 21.541 -0.088 -0.053 -0.633
Si -9.39 4.11 21.524 -0.127 -0.17 -0.718
Si -23.231 6.54 21.608 0.217 0.091 -0.719
Si -9.201 9.967 21.516 -0.13 -0.385 -0.672
Si -6.873 -4.2 21.551 0.151 0.312 -0.708
Si 44.596 -1.717 21.593 0.185 0.064 -0.757
Si -17.525 1.574 21.43 0.007 -0.236 -0.675
Si -20.434 3.684 21.466 -0.03 0.227 -0.626
Si -17.212 6.978 21.514 -0.264 -0.057 -0.723
Si -20.026 -6.581 21.542 -0.089 -0.166 -0.774
Si -17.858 -4.372 21.536 0.116 0.128 -0.746
Si -14.466 -5.934 -3.023 0.059 -0.088 0.099
Si -23.745 -3.482 -5.769 -0.049 0.146 -0.019
Si -18.977 5.497 23.443 -0.041 -0.039 -0.056
Si -21.037 -4.205 -5.255 -0.007 -0.044 0.172
Si -8.144 -2.912 -6.066 0.015 -0.001 -0.095
Si -22.006 -7.387 26.018 -0.129 0.069 -0.028
Si -17.352 7.587 -3.277 -0.074 -0.066 0.16
Si -8.42 5.005 25.754 -0.031 -0.004 0.06
Si -7.848 -0.433 -1.879 0.007 -0.004 0.058
Si -30.097 7.796 25.46 0.047 0.022 -0.115
Si -13.555 -5.487 23.739 0.161 0.024 -0.074
Si -14.999 -1.699 -2.962 -0.039 -0.023 0.006
Si -11.243 2.843 23.824 -0.081 0.073 -0.131
Si -19.54 5.892 -4.549 -0.042 -0.053 0.042
Si -18.739 -5.214 -7.074 0.131 0.073 0.012
Si -26.712 3.921 -4.914 0.073 0.116 0.152
Si -8.674 1.335 -4.076 0.011 0.001 -0.1
Si -23.505 -0.571 -6.549 0.089 -0.004 -0.038
Si -24.528 -3.493 -2.89 0.054 -0.086 0.231
Si -23.186 8.01 -2.978 0.063 -0.021 0.193
Si -13.168 3.204 -2.121 0.043 0.001 0.226
Si -15.432 0.406 -5.145 0.044 0.023 0.103
Si -14.515 3.258 -4.886 -0.055 0.059 0.043
Si -16.668 -2.39 23.671 -0.013 -0.009 -0.123
Si -23.407 1.128 24.434 -0.055 0.016 -0.167
Si -9.363 -6.583 24.47 0.053 -0.008 -0.064
Si -10.122 -4.236 -4.169 -0.022 -0.081 0.008
Si -15.372 6.281 -4.952 0.056 0.008 -0.126
Si -27.066 5.477 -2.229 -0.063 -0.037 0.066
Si -18.055 -6.121 -4.443 0.052 0.017 0.037
Si -20.701 -6.397 -3.216 -0.045 0.174 0.097
Si -10.118 2.024 -6.438 0.09 -0.076 0.062
Si -20.45 1.422 25.581 -0.043 -0.024 -0.039
Si -18.976 3.934 25.98 -0.009 -0.025 -0.054
Si -18.916 -0.176 23.576 -0.006 -0.014 -0.165
Si -21.883 0.048 -1.963 -0.007 0.05 0.031
Si -1.147 -6.11 -4.676 -0.03 -0.108 -0.05
Si -12.655 -3.583 -2.657 -0.149 0.012 -0.023
Si -19.202 1.332 -2.664 -0.036 -0.096 0.127
Si -21.186 7.713 23.511 0.003 0.013 -0.076
Si -24.094 -5.852 24.08 0.116 -0.018 -0.137
Si -20.615 -1.471 -6.034 0.002 -0.116 -0.035
Si -15.337 -3.961 25.636 -0.049 -0.056 0.129
Si -13.8 -7.723 -5.586 0.054 0 0.003
Si -16.834 -4 -2.921 -0.057 0.069 0.109
Si -19.462 3.247 -6.093 -0.038 0.086 0.071
Si -9.453 6.858 -4.681 -0.109 -0.083 0.008
Si -13.56 4.967 23.915 -0.002 -0.159 -0.008
Si -28.08 -4.927 -6.357 -0.035 -0.021 -0.009
Si -10.83 -6.799 -5.786 0.053 0.032 0.029
Si -20.231 3.933 -2.567 0.022 0.014 0.071
Si -10.883 5.418 -2.224 0.098 0.04 0.053
Si -4.969 0.202 -6.985 -0.06 -0.068 0.032
Si -18.284 0.514 -5.238 -0.041 0.006 0.075
Si -15.008 -1.294 5.372 -0.019 0.011 -0.001
Si -12.34 1.449 5.419 -0.007 -0.003 0.007
Si -15.009 4.175 5.344 -0.003 0.002 -0.003
Si -12.253 6.858 5.337 -0.007 -0.007 0.002
Si -15.011 9.593 5.336 0 0.006 0.004
Si -12.28 -4.016 5.382 0.001 0.016 0.013
Si -9.548 -1.271 5.402 0.004 0.016 0.002
Si -6.78 1.402 5.381 0.013 -0.002 0.008
Si -9.539 4.187 5.405 -0.014 -0.01 -0.003
Si -6.761 6.798 5.377 -0.011 -0.018 0.008
Si -9.515 -6.768 5.365 -0.01 0 -0.003
Si -6.774 -4.063 5.397 0.001 -0.008 -0.003
Si -20.469 -1.294 5.431 0.003 -0.012 0.006
Si -17.724 1.467 5.377 0.001 -0.013 0.001
Si -20.453 4.201 5.378 -0.027 0.005 0.009
Si -17.721 6.89 5.334 0.003 -0.002 0.002
Si -20.449 -6.726 5.382 -0.009 -0.007 0.011
Si -17.732 -4.056 5.373 -0.018 -0.014 0.011
Si -13.662 0.049 6.755 0.008 0.007 0.005
Si -10.906 2.786 6.724 0.003 0.008 -0.004
Si -13.619 5.502 6.701 0.01 -0.003 -0.002
Si -10.891 -8.12 6.709 0.009 0.004 -0.007
Si -13.648 -5.387 6.713 -0.006 0.006 0.001
Si -10.9 -2.669 6.728 -0.003 -0.002 0.001
Si -8.151 0.052 6.738 -0.001 0.006 0.004
Si -5.404 2.738 6.725 -0.01 0.005 -0.002
Si -8.147 5.492 6.755 0 0.005 0.003
Si -5.397 8.182 6.696 0.006 0.001 0.001
Si -8.155 -5.418 6.727 0.004 0.008 0.009
Si -5.39 -2.704 6.718 0.006 -0.006 0.002
Si -19.08 0.077 6.738 0.004 0.012 0.001
Si -16.352 2.805 6.727 0.005 -0.004 0
Si -19.071 5.53 6.727 0.009 -0.008 -0.005
Si -16.354 8.223 6.707 0 -0.007 -0.002
Si -19.087 -5.392 6.753 0.004 0.004 0.004
Si -16.372 -2.672 6.714 0.008 0 -0.006
Si -15.02 1.414 8.092 -0.013 -0.012 0.005
Si -12.272 4.134 8.073 0 -0.003 -0.004
Si -14.986 6.854 8.058 -0.002 0 -0.003
Si -12.27 -6.761 8.05 -0.002 -0.008 -0.006
Si -15.005 -4.033 8.072 -0.004 -0.005 -0.005
Si -12.27 -1.318 8.079 0.003 0.015 -0.004
Si -9.531 1.412 8.068 0.01 -0.003 0.001
Si -6.782 4.095 8.071 -0.003 -0.011 0.001
Si -9.526 6.85 8.078 0.011 -0.001 -0.001
Si -6.775 -6.787 8.053 -0.004 -0.004 -0.005
Si -9.532 -4.052 8.061 -0.004 -0.007 0
Si -6.78 -1.344 8.057 -0.015 -0.002 -0.008
Si -20.448 1.424 8.1 -0.006 0.002 -0.005
Si -17.721 4.148 8.084 0.003 0.012 -0.002
Si -20.448 6.856 8.099 -0.018 -0.016 -0.004
Si -17.719 -6.765 8.089 -0.016 -0.002 -0.005
Si -20.449 -4.036 8.115 0.004 0.004 -0.001
Si -17.729 -1.314 8.08 -0.009 0.004 0
Si -16.366 0.033 9.442 0.002 0.004 0.002
Si -13.626 2.758 9.425 0.012 -0.006 -0.002
Si -16.339 5.489 9.427 0.007 -0.008 -0.001
Si -13.617 -8.123 9.418 0.002 -0.002 0
Si -16.351 -5.405 9.435 -0.002 0.003 0.001
Si -13.629 -2.692 9.424 0.001 -0.001 0.001
Si -10.889 0.034 9.412 0.01 -0.003 0.004
Si -8.152 2.744 9.423 0.003 0.008 0.005
Si -10.89 5.478 9.418 0.006 0.003 -0.001
Si -8.145 -8.132 9.418 -0.008 0.009 0.008
Si -10.896 -5.417 9.406 -0.001 0.008 0.006
Si -8.153 -2.702 9.405 0.011 -0.002 0.008
Si -21.8 0.041 9.467 0.003 0.003 0.001
Si -19.073 2.769 9.448 0.005 -0.004 -0.001
Si -21.793 5.484 9.472 0.018 -0.002 -0.004
Si -19.072 -8.125 9.455 0.006 -0.002 -0.002
Si -21.803 -5.403 9.478 -0.002 0.006 0.003
Si -19.077 -2.679 9.455 0 0.007 0.001
Si -14.995 -1.342 10.779 -0.001 0.013 0.002
Si -12.258 1.383 10.762 -0.002 0 0.003
Si -14.987 4.111 10.78 -0.009 0.003 0
Si -12.254 -9.49 10.771 0 -0.003 0.003
Si -14.978 -6.772 10.78 -0.002 0.001 -0.001
Si -12.259 -4.065 10.764 0 -0.005 -0.001
Si -9.526 -1.343 10.753 -0.007 0.008 0
Si -6.786 1.366 10.761 -0.009 -0.002 -0.003
Si -9.523 4.108 10.761 -0.001 -0.007 0.005
Si -6.79 6.805 10.76 0.006 -0.023 0.001
Si -9.526 -6.78 10.755 0.012 -0.001 0.001
Si -6.787 -4.077 10.744 -0.003 -0.003 -0.003
Si -20.44 -1.333 10.822 0.001 -0.004 0.003
Si -17.724 1.386 10.801 -0.007 -0.005 0.003
Si -20.434 4.108 10.819 -0.012 0 0
Si -17.698 6.831 10.798 -0.007 -0.009 -0.002
Si -20.434 -6.778 10.82 0.001 -0.005 -0.005
Si -17.711 -4.054 10.798 -0.009 0 -0.003
Si -13.612 0.005 12.112 0.003 -0.001 0.006
Si -10.887 2.74 12.101 0.018 0.009 0.001
Si -13.613 5.462 12.124 0.004 -0.011 -0.003
Si -10.876 -8.146 12.12 0.002 0.004 0.004
Si -13.603 -5.429 12.133 0.001 0.001 0
Si -10.887 -2.712 12.106 0.004 -0.003 0.01
Si -8.159 0.005 12.105 0.01 -0.008 0.011
Si -5.428 2.728 12.116 0.008 0 -0.002
Si -8.153 5.452 12.117 0.006 0.02 0.003
Si -5.418 8.158 12.097 -0.004 0.009 -0.002
Si -8.156 -5.433 12.1 -0.007 0.004 0.004
Si -5.422 -2.728 12.097 -0.005 -0.001 0.004
Si -19.067 0.014 12.173 0 0.014 0.001
Si -16.336 2.732 12.136 0.005 -0.003 -0.004
Si -19.047 5.455 12.154 0.012 -0.003 -0.003
Si -16.324 8.182 12.147 -0.002 -0.002 0
Si -19.056 -5.427 12.162 -0.005 0.003 -0.003
Si -16.336 -2.712 12.153 0 -0.005 0.003
Si -14.969 1.352 13.47 0 0 0.002
Si -12.25 4.087 13.46 -0.01 -0.001 0.003
Si -14.957 6.815 13.496 -0.009 0.002 0.006
Si -12.234 -6.795 13.481 0.003 -0.003 0.004
Si -14.96 -4.08 13.499 0.001 -0.002 0.004
Si -12.258 -1.367 13.464 -0.009 0.006 0.001
Si -9.529 1.374 13.446 -0.014 0.004 0.002
Si -6.802 4.081 13.471 -0.01 0 0.001
Si -9.513 6.808 13.471 0.009 -0.016 0.01
Si -6.799 9.505 13.436 0.004 -0.007 -0.004
Si -9.527 -4.083 13.452 0.01 -0.003 0.007
Si -6.803 -1.382 13.441 0.006 -0.006 0.003
Si -20.427 1.361 13.54 -0.015 0.006 0.005
Si -17.687 4.084 13.501 -0.009 -0.004 0.002
Si -20.386 -9.515 13.529 0.005 -0.024 0.002
Si -17.677 9.538 13.51 -0.011 0.004 -0.007
Si -20.419 -4.093 13.533 0.007 -0.009 -0.003
Si -17.7 -1.363 13.514 -0.008 0.003 0.008
Si -16.301 -0.022 14.845 0.007 0.011 0.003
Si -13.596 2.705 14.808 0 -0.004 -0.003
Si -16.311 5.436 14.842 0.006 -0.003 -0.006
Si -13.574 8.158 14.85 0.003 -0.006 0.003
Si -16.293 -5.451 14.871 -0.002 -0.002 0.006
Si -13.592 -2.733 14.854 0.01 0.004 0.014
Si -10.892 0.004 14.785 0.013 0.008 -0.002
Si -8.185 2.727 14.819 0.006 0.002 0.009
Si -10.881 5.437 14.807 0.003 0.008 0.009
Si -8.151 8.169 14.823 0.006 0.011 0.008
Si -10.87 -5.439 14.832 0 -0.004 0.005
Si -8.158 -2.748 14.805 0.003 0.005 0.008
Si -21.774 -0.015 14.909 0.01 0.015 -0.005
Si -19.034 2.712 14.864 0.006 -0.003 -0.005
Si -21.733 5.432 14.888 0.011 0.004 0.004
Si -19.008 -8.157 14.874 0.007 0.007 0.007
Si -21.768 -5.451 14.915 0.004 -0.007 -0.001
Si -19.041 -2.751 14.875 -0.006 0.003 0.008
O 2.736 -8.134 -0.526 -0.001 -0.006 -0.566
O -8.118 -5.622 24.823 0.016 0.45 -0.299
O 12.309 -0.55 -1.021 -0.1 0.033 0.028
O 5.77 -7.002 -3.62 -0.808 -0.266 -0.072
O 2.197 5.335 22.54 0.404 0.081 -0.091
O 5.661 -5.486 -0.44 0.012 0.138 -0.374
O 0.611 3.422 23.098 -0.417 0.288 0.352
O -5.474 2.511 21.541 0.021 -0.129 0.136
O -3.693 3.486 -1.355 -0.213 -0.1 -0.345
O 5.53 -7.95 21.951 -0.161 0.079 0.311
O 3.271 3.381 -3.475 -0.296 0.102 -0.268
O 5.476 3.486 -4.877 -0.154 -0.575 -0.162
O -3.189 -6.747 24.604 0.142 -0.226 -0.539
O -2.816 -5.452 22.001 -0.218 -0.095 0.313
O -1.128 -4.81 -1.349 -0.233 -0.341 -0.212
O -5.501 -4.811 -0.57 0.224 -0.241 0.401
O -6.395 6.593 23.002 0.466 0.476 0.172
O 2.367 -0.181 22.187 0.157 -0.064 0.226
O -8.455 -1.54 -6.888 -0.211 0.063 -0.222
O 3.565 -3.137 -6.956 -0.459 -0.148 0.383
O -7.001 0.488 22.389 0.222 0.103 -0.099
O -5.332 5.37 -0.471 -0.14 -0.077 -0.292
O 8.039 5.476 22.317 0.046 0.105 0.404
O -2.967 -4.505 25.967 0.027 -0.016 0.387
O 2.052 -1.568 -1.389 0.724 -0.296 0
O -1.488 -7.665 -4.346 0.317 -0.263 0.363
O 1.591 -4.997 25.209 0.044 0.001 0.418
O 1.73 -6.472 23.031 -0.075 0.102 0.169
O -8.93 -6.639 -1.257 0.086 -0.713 -0.33
O -5.859 2.785 24.078 0.046 -0.363 -0.298
O 6.475 4.727 -1.193 0.138 0.145 -0.486
O 0.6 5.451 -3.345 0.651 -0.077 0.095
O 0.064 -0.021 -0.525 0.096 0.004 -0.514
O -7.033 6.998 -1.514 -0.423 0.463 -0.127
O -2.679 8.133 -0.329 0.152 0.119 -0.258
O -3.973 4.198 22.725 0.431 0.49 0.234
O -6.819 -1.392 24.249 -0.012 -0.185 0.489
O 14.037 3.951 -5.649 -0.104 -0.213 -0.256
O 9.606 -7.064 -5.777 -0.469 -0.45 0.006
O -9.339 -3.092 -4.997 -0.067 0.705 -0.117
O -6.778 -1.315 -2.703 -0.046 -0.413 -0.103
O -3.088 2.213 -3.594 0.46 0.053 -0.47
O 9.845 1.364 -1.684 -0.044 0.479 -0.207
O 3.491 -0.559 -6.744 -0.261 0.003 -0.597
O -2.862 -0.026 21.908 0.052 -0.116 0.372
O 1.21 -6.006 -1.383 0.212 -0.096 -0.356
O 4.097 6.892 23.203 0.467 0.093 0.3
O -10.537 -6.209 25.509 -0.062 0.754 0.382
O 16.481 -1.271 -6.341 -0.05 0.158 0.72
O -4.687 -2.794 24.975 -0.197 -0.052 0.386
O 2.35 3.255 -0.982 0.339 -0.269 -0.055
O 4.079 5.884 -0.925 -0.5 -0.753 -0.109
O 2.086 6.812 24.781 0.146 0.63 -0.126
O -1.256 6.024 -5.01 -0.438 -0.505 0.052
O -1.72 1.711 -1.381 -0.204 -0.293 -0.385
O -9.078 8.131 24.574 0.467 -0.273 0.187
O -5.001 5.212 24.83 0.302 0.152 0.68
O -9.667 3.558 -6.582 -0.524 0.467 -0.115
O 5.066 2.709 25.388 -0.152 -0.127 0.881
O -0.65 -4.099 22.703 0.605 -0.301 0.318
O -9.122 -0.798 23.119 -0.13 -0.195 0.293
O 3.767 4.754 24.612 -0.422 -0.233 -0.024
O -3.527 7.376 -5.352 -0.119 -0.466 -0.282
O -7.239 4.282 -5.758 0.512 -0.044 -0.252
O -4.366 1.057 -5.74 0.064 0.262 -0.213
O -0.42 7.202 25.288 -0.011 0.587 -0.069
O 5.659 -0.103 -0.528 -0.197 -0.041 -0.577
O 1.595 1.462 -2.778 -0.129 -0.375 0.189
O 0.362 4.91 -0.772 -0.171 0.241 0.186
O -27.285 -2.97 22.407 -0.111 0.087 0.245
O 7.565 -0.161 -6.328 0.295 0.234 0.041
O 26.519 3.951 -3.637 -0.094 -0.52 0.558
O -5.338 7.875 24.881 -0.234 -0.13 0.204
O -28.975 2.016 -1.438 0.23 0.17 -0.392
O 11.025 6.56 -2.821 0.134 -0.463 0.43
O -4.769 -1.599 22.646 -0.075 0.375 0.116
O 5.19 -2.677 22.129 0.056 0.102 0.318
O -5.387 3.074 -4.387 0.367 0.377 0.006
O 7.333 -2.086 -1.363 -0.311 -0.181 -0.43
O 23.393 -7.413 -1.012 0.233 -0.197 -0.13
O 5.126 -1.86 -2.78 0.363 0.349 0.419
O 20.588 -6.938 -5.539 -0.447 0.273 0.02
O -7.886 -4.126 -1.194 -0.144 0.486 -0.302
O -28.899 -4.952 23.321 0.019 -0.104 0.246
O -4.38 -3.913 -5.62 0.025 -0.126 -0.609
O 18.319 -1.847 -1.364 -0.258 -0.003 -0.594
O -6.685 5.074 -3.301 0.185 -0.207 0.296
O -2.289 -2.593 23.968 -0.31 0.059 -0.559
O -2.174 3.258 -6.108 -0.217 -0.1 0.234
O 24.487 2.627 -0.389 -0.209 -0.115 -0.233
O 3.663 -6.338 24.934 0.294 -0.565 -0.06
O 9.65 -1.152 -1.879 0.529 0.034 0.683
O -0.476 1.496 -6.854 0.535 -0.582 0.027
O 7.298 -6.278 22.943 0.378 -0.176 0.12
O -4.614 -4.607 -3.09 0.144 0.356 0.199
O -5.163 0.675 -3.289 -0.32 0.222 0.279
O 0.253 -1.706 22.997 -0.266 -0.092 0.419
O 2.943 -2.841 -3.608 -0.305 -0.194 -0.735
O 18.105 -6.088 -4.716 0.197 -0.006 0
O -0.078 -8.152 22.16 0.195 0.071 0.502
O -3.448 3.019 24.959 -0.289 -0.254 0.09
O 11.491 -2.77 -3.798 -0.228 0.421 0.083
O -1.927 6.617 23.198 -0.398 -0.22 0.15
O 3.369 -4.437 23.146 0.113 0.043 0.309
O -20.118 -6.317 -1.691 0.795 0.011 0.1
O 3.266 8.033 -6.281 -0.22 0.142 0.235
O 6.358 -4.096 24.026 -0.243 0.127 -0.29
O -2.411 -5.147 -4.432 0.097 0.441 -0.122
O -4.892 -7.001 22.719 -0.135 -0.279 0.282
O -0.201 -3.279 25.179 0.071 0.344 0.337
O 4.035 1.463 23.307 -0.297 0.202 0.087
O 30.648 6.565 -1.473 -0.291 0.474 -0.448
O -4.586 -6.555 -4.807 0.027 0.031 -0.209
O 8.854 -4.156 23.066 0.005 -0.093 0.444
O -4.371 -1.103 -1.555 0.15 0.197 -0.187
O -6.668 -2.697 -5.457 -0.095 -0.201 0.21
O 9.98 -7.269 -3.174 0.184 0.113 0.188
O 28.473 -1 23.553 0.281 0.426 0.204
O -30.76 0.015 -5.458 0.447 -0.171 -0.035
O 5.023 5.381 -3.269 0.238 0.508 -0.144
O 0.839 -0.972 -3.6 -0.264 0.029 -0.38
O 6.08 4.122 23.383 -0.224 -0.279 0.093
O 16.263 7.53 -2.869 0.161 -0.247 -0.05
O 22.039 -2.864 25.81 -0.363 -0.33 -0.515
O 19.084 8.026 -0.28 0.189 0.243 -0.415
O -0.87 -5.92 25.631 0.183 -0.268 -0.502
O 18.066 4.512 23.056 0.315 0.409 0.101
O 21.742 -5.534 -0.216 -0.115 0.028 -0.27
O 16.324 2.826 22.151 0.116 0.151 0.477
O 10.639 2.66 22.196 -0.06 0.113 0.079
O 14.886 3.401 -3.224 0.374 0.304 0.003
O 21.766 -8.053 22.188 0.152 0.26 0.263
O 26.247 0.855 -1.22 0.01 0.364 -0.042
O 24.219 2.755 -3.989 -0.139 0.13 0.213
O 20.266 3.335 -6.184 -0.03 -0.141 0.059
O 14.816 6.306 25.49 0.574 0.031 -0.084
O 10.753 -2.592 22.219 -0.124 0.019 0.251
O -25.347 -2.102 -3.095 -0.753 -0.032 -0.104
O 10.971 -5.521 -0.317 -0.084 0.048 -0.24
O 10.145 6.66 23.249 0.09 0.448 0.366
O 31.436 -1.633 -5.579 0.429 0.116 -0.197
O 18.921 0.097 22.191 -0.154 0.031 0.242
O 8.819 -2.856 -3.631 -0.369 0.21 -0.127
O 19.852 -3.857 -0.886 -0.188 0.082 -0.29
O 14.914 1.026 23.277 -0.26 -0.501 0.108
O 11.089 5.373 -0.341 0.002 -0.036 -0.403
O 24.403 5.521 22.371 -0.194 -0.258 0.25
O 16.087 -1.937 25.314 -0.301 0.552 0.004
O 19.393 1.98 -3.182 -0.289 0.049 -0.211
O 18.312 -7.538 -7.152 -0.028 -0.065 0.051
O 11.72 4.874 -4.963 -0.281 -0.402 0.238
O 18.064 -6.208 23.169 0.043 -0.069 0.489
O 7.414 -7.061 -1.53 0.612 0.22 -0.157
O 16.388 3.067 -5.495 0.643 -0.138 0.455
O 22.798 4.448 -1.238 0.214 0.187 -0.292
O 10.193 4.932 25.286 -0.569 0.19 -0.013
O 16.384 -6.184 26.093 -0.053 0.102 -0.707
O 7.685 7.496 -3.727 -0.073 -0.022 0.179
O 11.921 -7.653 -1.382 0.659 -0.279 -0.418
O 11.91 4.622 23.238 0.271 -0.07 0.122
O -28.868 -3.23 -1.478 0.465 0.168 -0.39
O 18.936 0.933 25.591 -0.11 -0.523 0.166
O 24.53 -7.299 -5.716 -0.022 0.253 0.377
O -0.389 -0.455 25.65 -0.18 -0.196 -0.543
O 15.909 5.473 -4.483 -0.209 0.141 -0.004
O 7.711 4.848 -4.402 -0.008 -0.186 0.543
O -17.181 -4.178 -1.348 0.281 -0.377 0.059
O 13.734 0.066 25.31 0.18 -0.241 0.669
O 9.65 2.374 26.116 -0.468 0.011 -0.074
O 10.315 -4.942 -4.404 0.519 -0.182 0.137
O 0.218 3.785 -5.373 0.515 0.008 -0.161
O 20.441 6.299 23.182 -0.559 0.123 0.368
O 13.959 -7.7 24.747 0.561 0.129 0.293
O 21.105 -0.43 25.073 -0.126 -0.121 -0.542
O -23.249 -4.828 23.134 -0.05 0.133 0.057
O -11.592 7.7 25.226 -0.429 -0.618 0.36
O 17.89 3.38 -1.277 -0.118 0.164 -0.562
O 20.937 6.255 -0.918 0.17 -0.021 -0.411
O 17.899 5.753 25.268 -0.359 0.506 -0.513
O -8.176 3.715 24.799 -0.193 -0.107 -0.536
O 15.099 2.145 -0.904 0.48 0.257 -0.215
O 19.488 1.326 -0.729 -0.459 -0.24 -0.182
O 12.114 -6.339 23.599 -0.62 -0.027 0.05
O 20.044 5.832 -5.532 -0.204 0.246 -0.377
O -30.558 -5.385 25.461 0.001 -0.087 0.279
O 8.184 2.833 -0.47 -0.186 -0.04 -0.324
O 25.891 -5.14 -6.039 0.158 0.129 0.004
O 30.612 -3.922 -6.647 0.447 -0.364 0.04
O 30.299 5.309 -6.647 0.618 -0.18 -0.432
O -29.344 1.268 25.398 -0.225 -0.221 -0.178
O 15.374 -3.357 23.131 -0.376 0.009 -0.014
O 7.211 -1.245 23.168 0.008 -0.422 0.396
O 20.409 3.633 -1.265 0.148 -0.096 0.254
O 9.679 6.441 -5.065 -0.003 0.1 -0.515
O 9.024 0.277 -4.076 0.055 0.109 -0.264
O 21.783 1.954 -4.259 0.138 0.378 -0.106
O -29.497 -7.463 24.372 0.55 -0.309 0.046
O -14.894 -7.436 -6.764 -0.088 0.762 -0.288
O -8.084 7.207 -3.912 0.07 0.456 0.31
O 21.65 -0.093 -0.203 -0.176 -0.04 -0.211
O -6.271 -3.679 22.985 -0.075 -0.133 0.478
O 16.354 5.345 -0.333 0.094 -0.075 -0.45
O 15.938 -4.828 -3.826 -0.345 -0.228 -0.121
O 20.95 5.166 -3.233 0.299 -0.356 -0.432
O -17.69 -5.903 -6.018 0.756 -0.402 -0.285
O 12.258 6.608 24.82 -0.17 0.09 0.386
O 6.033 5.004 25.946 0.237 -0.144 0.222
O 19.658 0.949 -5.589 -0.22 -0.407 -0.069
O 18.224 -4.103 -2.885 -0.429 -0.066 0.273
O 11.8 -1.71 25.545 0.282 -0.608 -0.151
O 23.312 -0.344 23.16 0.056 0.02 0.367
O -10.068 1.644 -4.85 -0.729 0.005 0.496
O 22.945 -1.983 -3.519 0.233 -0.455 -0.273
O 8.795 0.817 22.777 0.143 -0.274 0.124
O 21.449 -2.434 -5.544 -0.432 -0.016 -0.358
O 16.23 -6.409 -6.319 -0.085 0.647 0.012
O 13.549 -4.197 -2.943 -0.515 -0.2 -0.067
O -6.722 -6.08 -2.532 0.186 -0.36 -0.083
O 3.988 -3.875 -1.497 -0.356 0.328 0.04
O 20.828 -0.372 -3.786 -0.15 -0.14 0.036
O 11.425 0.076 -3.392 -0.03 -0.001 -0.902
O 5.949 7.286 -1.841 0.142 0.027 0.057
O -32.411 -0.858 -3.577 -0.161 0.048 0.14
O 15.513 -3.631 -6.996 0.009 -0.114 -0.274
O 25.43 -3.678 -3.915 0.139 0.549 0.222
O 26.406 -2.621 -6.086 -0.111 0.392 0.141
O 25.548 -1.17 -2.765 -0.039 -0.594 -0.618
O 18.313 5.893 -3.516 0.087 -0.62 0.197
O -31.188 -4.953 -5.671 -0.455 0.178 0.14
O 6.483 1.059 24.024 0.066 0.197 -0.033
O 13.606 -1.44 -3.065 0.686 -0.173 0.038
O 17.32 -1.638 23.081 0.156 0.166 0.466
O 21.788 -4.927 -6.403 -0.234 -0.164 0.292
O -19.201 2.86 -3.19 0.523 0.264 -0.235
O 9.551 7.483 -1.027 -0.862 0.256 -0.026
O 16.26 -8.017 22.342 -0.174 0.021 0.574
O -20.073 -5.058 -6.213 -0.322 -0.115 -0.084
O 23.577 0.465 -3.038 0.066 0.141 0.141
O 23.682 0.768 -5.71 0.201 -0.11 0.075
O 14.27 6.614 23.03 0.119 -0.568 -0.145
O 12.55 -0.882 23.13 0.438 -0.087 -0.072
O 19.921 -4.298 23.156 0.059 0.042 0.288
O -20.724 -7.206 22.869 -0.166 0.28 0.325
O -26.88 -6.974 -3.361 -0.4 0.243 0.111
O 21.77 -2.524 22.426 -0.06 -0.04 0.442
O 14.705 -6.614 -2.375 -0.628 -0.155 -0.356
O -0.986 1.415 22.864 -0.19 0.056 0.125
O 17.624 -3.901 24.402 0.05 0.081 0.388
O 20.532 1.592 23.472 0.43 0.369 0.215
O 21.253 2.07 25.988 -0.076 0.508 0.172
O 13.859 -5.381 -5.962 -0.155 -0.076 0.778
O -16.372 6.825 -6.137 -0.633 0.051 0.114
O -13.087 -5.138 -2.765 0.386 -0.48 -0.163
O 13.725 -2.717 -0.296 0.17 -0.166 -0.061
O -7.275 6.132 25.51 -0.239 0.606 0.404
O 26.57 6.55 -3.864 0.016 0.565 -0.494
O 28.944 -1.919 -6.366 -0.15 0.32 0.341
O 17.294 7.676 -5.173 -0.084 -0.053 -0.46
O 6.777 -2.366 25.912 0.084 0.573 -0.472
O 29.623 -5.002 -2.948 0.02 0.322 -0.513
O 16.559 -0.047 -0.376 0.092 0.216 -0.337
O 22.262 4.309 23.268 -0.096 -0.33 0.359
O -30.542 -3.625 -3.448 -0.521 -0.105 -0.005
O 19.428 -5.616 25.323 0.05 -0.575 -0.035
O -24.077 -0.121 25.167 0.033 -0.018 0.02
O -30.006 8.011 -0.565 0.126 0.169 -0.286
O -27.857 3.166 -5.747 -0.551 -0.5 0.168
O -30.83 4.702 23.014 -0.518 0.192 0.227
O -27.373 -5.244 -0.477 -0.112 -0.271 -0.191
O -32.54 2.86 22.26 0.051 0.109 0.588
O 29.347 4.221 23.233 0.088 -0.243 0.33
O 28.862 3.181 -1.008 -0.384 -0.298 -0.199
O -28.497 5.92 22.982 0.237 -0.234 0.339
O -22.616 1.115 -1.008 0.087 0.304 -0.263
O -18.991 4.67 -5.472 0.478 0.153 -0.193
O -27.501 -3.401 -6.506 0.633 0.225 0.52
O -31.302 3.081 -1.103 -0.212 -0.335 -0.097
O 29.981 -5.36 22.294 0.1 -0.09 0.292
O 29.717 -2.762 -0.327 0.013 0.076 -0.464
O 27.099 -5.495 -0.026 0.035 -0.16 0.087
O 26.3 6.91 23.409 -0.273 0.036 0.07
O -31.995 -6.774 -1.359 -0.609 0.254 -0.174
O -29.871 -0.032 22.159 -0.29 -0.165 0.647
O 22.491 4.756 -5.928 -0.05 0.136 0.299
O -17.776 7.377 -1.715 -0.303 0.237 -0.073
O -32.124 1.524 -7.164 -0.681 -0.021 -0.04
O 27.217 5.164 -0.253 0.21 -0.045 -0.527
O -24.311 5.447 22.159 0.061 0.04 0.459
O -31.752 -3.218 24.9 0.456 0.305 -0.309
O 22.382 7.59 -5.082 0.245 -0.415 0.038
O 27.982 -6.717 23.286 0.044 -0.09 0.146
O -25.424 -6.777 -1.181 0.222 -0.103 -0.18
O -31.185 -6.096 22.967 -0.441 0.389 0.117
O 24.003 6.761 -6.909 0.435 0.035 -0.22
O 29.488 -1.203 26.029 -0.053 0.106 0.574
O -26.129 4.644 -1.238 0.039 0.135 -0.229
O -19.382 0.384 24.994 0.278 -0.191 0.456
O 32.555 -0.102 -0.389 -0.245 -0.013 -0.201
O -24.794 -4.65 -6.076 -0.292 -0.153 0.359
O -25.474 -4.794 -2.984 -0.507 -0.096 0.04
O -25.002 -0.788 -1.023 0.148 0.291 0.069
O 25.356 -4.534 22.958 0.104 -0.056 0.155
O -24.138 -2.08 -6.505 -0.248 0.009 -0.222
O -15.012 -6.585 -1.643 -0.512 -0.056 -0.421
O 23.881 -3.369 -6.054 -0.081 0.06 0.257
O 29.186 2.846 -6.95 0.504 -0.135 -0.223
O 24.352 5.362 -3.29 -0.595 -0.066 0.252
O -24.518 2.802 -0.362 0.255 -0.092 -0.627
O -22.909 4.542 -5.296 -0.191 -0.188 -0.23
O -13.459 3.403 -6.08 0.081 0.434 -0.039
O -9.008 -5.051 -3.356 0.184 -0.043 -0.107
O 32.167 -5.522 -3.397 -0.008 -0.061 -0.64
O -26.202 5.156 -5.832 0.07 -0.246 -0.369
O 28.754 -6.926 -1.336 0.296 -0.479 -0.172
O -23.39 0.857 22.84 -0.313 -0.093 -0.122
O -30.906 1.214 -3.051 -0.205 0.111 -0.204
O 29.143 -5.912 -5.935 0.06 0.153 0.299
O 18.137 2.229 -7.282 0.116 -0.196 -0.359
O -28.377 5.991 -1.391 -0.453 0.014 -0.264
O -23.164 2.01 -4.396 0.432 -0.185 0.361
O 30.626 6.207 -4.118 0.238 0.117 0.094
O 31.053 1.778 -1.259 0.234 -0.144 -0.484
O -25.061 -5.024 25.069 -0.656 0.064 -0.367
O 30.238 -0.545 -3.492 -0.061 -0.115 0.293
O -28.122 6.865 -6.68 -0.347 -0.138 -0.549
O -15.315 -1.855 22.967 0.227 0.017 0.314
O -4.611 -1.773 -4.107 0.629 -0.127 0.377
O -14.096 5.815 25.188 -0.054 0.313 -0.104
O -13.715 2.827 -3.566 0.141 -0.366 -0.107
O -25.052 -6.743 23.13 -0.135 0.05 0.15
O -26.891 2.315 25.137 -0.03 -0.109 0.608
O -23.756 -3.526 -1.457 0.014 0.531 -0.272
O 32.068 -3.838 22.845 0.515 -0.11 0.038
O 24.776 -0.672 25.234 0.146 -0.107 -0.01
O -26.876 -5.953 -6.736 -0.078 -0.496 -0.158
O -30.141 3.688 -3.301 0.443 0.224 -0.158
O -6.563 0.301 -7.253 -0.107 -0.041 -0.088
O 25.037 4.581 -5.712 0.458 0.04 -0.294
O 24.431 -5.736 -2.741 -0.174 0.226 -0.236
O -7.939 -5.384 21.876 0.172 -0.201 0.412
O 27.114 -7.506 -6.108 0.009 -0.366 -0.215
O -28.466 7.332 -4.142 -0.288 0.055 0.416
O -27.312 0.194 -0.432 0.041 -0.24 -0.562
O -1.691 4.936 25.238 -0.058 0.154 0.049
O 32.607 5.253 -0.384 0.272 -0.076 -0.094
O 31.512 -4.433 -1.165 0.387 -0.152 -0.139
O -26.325 6.825 -2.749 0.437 0.103 0.026
O -30.553 -6.215 -3.448 0.352 -0.094 0.372
O 28.88 6.634 23.948 0.397 0.543 -0.325
O 28.13 4.894 -5.419 -0.266 0.043 -0.049
O 28.61 5.386 -2.812 -0.272 -0.026 0.515
O 4.032 1.511 -1.664 0.132 -0.425 -0.511
O 27.135 -2.76 22.271 -0.338 -0.031 0.283
O -12.344 -7.274 -6.121 -0.048 -0.133 -0.418
O -23.13 -6.731 25.054 -0.294 -0.233 0.07
O -22.032 -5.231 -0.461 -0.132 -0.097 -0.283
O -21.19 7.889 25.096 0.376 -0.5 0.279
O -15.279 4.678 -4.827 -0.083 -0.117 0.091
O 27.102 5.396 25.47 -0.454 -0.05 -0.096
O 25.565 -3.888 -1.285 -0.344 0.665 -0.249
O -20.477 -2.704 -4.973 0.158 0.072 0.358
O -28.69 -5.045 -4.864 0.511 -0.228 0.596
O -31.765 3.559 -5.408 -0.35 -0.35 0.411
O 29.508 2.021 -3.336 0.111 0.393 -0.359
O 31.037 1.248 23.394 -0.299 -0.128 0.059
O 31.49 2.872 25.491 0.741 0.133 0.234
O -16.418 -2.463 -3.223 -0.571 0.249 -0.456
O -23.546 -3.421 -4.163 0.659 0.268 -0.076
O -24.442 -2.604 25.714 0.287 -0.024 -0.087
O -23.054 -0.688 -2.811 0.115 -0.315 -0.253
O -31.744 5.785 -4.007 -0.119 -0.189 0.662
O -27.016 8.014 22.287 0.083 0.262 0.159
O -9.143 6.05 -6.072 -0.076 0.164 -0.226
O 27.683 0.178 -3.426 -0.374 -0.143 -0.414
O -31.745 -1.597 22.971 -0.059 0.242 0.445
O -19.478 -0.391 -5.764 0.094 0.184 0.029
O -8.175 2.775 -0.434 0.142 0.184 -0.682
O 27.057 -5.469 -2.861 0.103 0.134 -0.346
O 32.682 -8.168 22.17 -0.172 -0.231 0.522
O 27.294 -0.003 25.768 -0.53 -0.044 0.4
O -25.239 0.618 -3.31 -0.394 0.097 -0.045
O -17.08 -7.174 -3.679 0.349 0.082 -0.127
O 31.134 6.123 22.755 -0.011 0.028 -0.03
O -26.49 -0.902 25.868 -0.449 -0.19 0.019
O 30.841 4.118 -2.476 0.468 -0.146 -0.349
O -7.786 1.038 24.757 -0.339 0.071 0.647
O 25.63 -6.536 24.583 -0.388 -0.568 0.318
O -18.449 1.059 22.661 -0.478 0.298 -0.149
O 6.213 -5.581 -5.926 0.041 0.337 -0.069
O 16.909 -7.013 -1.032 -0.105 0.349 -0.224
O 3.828 1.982 -6.188 0.331 0.29 0.253
O -28.33 1.862 23.051 0.309 0.358 -0.061
O -12.55 -3.259 -1.077 -0.234 0.483 0.044
O 29.517 7.744 -5.988 -0.148 -0.053 -0.375
O 32.116 7.127 -5.886 0.073 0.245 -0.487
O -9.673 4.707 -1.408 0.331 -0.021 -0.265
O 27.79 -1.241 -1.239 -0.018 0.052 -0.111
O 29.301 1.487 25.394 -0.245 0.13 -0.177
O -19.434 4.163 22.664 -0.002 -0.403 0.02
O -14.423 3.771 -1.28 -0.396 -0.17 -0.431
O -30.606 7.627 -5.549 -0.178 0.249 -0.516
O -8.142 -4.312 -6.888 0.281 -0.269 0.266
O 13.122 6.111 -6.851 0.499 -0.042 -0.846
O -31.19 -2.14 -1.216 -0.123 -0.157 -0.08
O -25.982 3.755 23.154 -0.425 -0.096 0.098
O -4.659 -1.388 -6.696 0.114 -0.425 -0.175
O 31.331 -1.846 24.317 -0.291 -0.124 -0.368
O -5.486 7.479 -3.593 0.106 0.189 0.055
O -13.439 -8.149 -0.463 0.202 -0.295 -0.328
O -1.292 7.869 -6.793 -0.015 -0.615 -0.132
O -14.745 4.109 23.216 -0.311 -0.387 0.304
O -10.884 -5.245 -0.328 -0.13 -0.137 -0.41
O -16.452 2.652 22.023 0.045 0.18 0.168
O -21.541 2.616 22.053 0.078 -0.168 0.631
O -20.154 3.704 -0.992 0.436 -0.575 -0.043
O -10.722 6.89 22.92 0.548 -0.27 -0.114
O -6.891 0.565 -1.013 0.558 0.137 -0.318
O 12.145 7.446 -4.818 -0.188 0.46 0.258
O -18.669 5.152 24.976 0.133 0.252 0.186
O -20.164 6.539 23.168 -0.197 -0.13 -0.084
O -18.939 -5.479 22.074 0.219 -0.089 0.565
O -19.097 -2.567 -0.423 -0.04 0.087 -0.482
O 8.611 0.081 25.19 -0.13 -0.408 0.44
O -22.631 7.3 22.923 -0.198 0.377 0.294
O -20.945 6.375 -5.191 0.086 0.143 -0.31
O -13.625 -0.068 22.086 -0.262 0.259 0.396
O 31.623 0.283 25.804 0.762 -0.028 0.186
O 3.638 5.378 -5.333 0.043 -0.077 -0.07
O -12.39 -4.671 22.973 0.274 0.024 0.4
O -21.857 5.568 -0.395 -0.067 -0.011 -0.183
O -8.274 5.206 22.003 -0.128 0.126 0.068
O 8.316 -5.466 25.195 0.185 -0.273 -0.049
O -14.328 -0.018 -6.233 0.414 -0.46 0.258
O -9.819 5.704 25.283 -0.248 -0.271 0.188
O 24.404 8.012 -3.234 0.166 0.059 -0.529
O -14.333 -6.468 22.755 0.297 0.022 0.022
O -10.375 5.964 -3.662 -0.315 -0.275 -0.206
O 25.582 6.788 -1.355 -0.188 0.172 -0.097
O -21.737 -2.845 22.156 0.095 -0.079 0.718
O -20.738 0.814 -2.807 -0.022 0.011 -0.129
O -14.785 -1.478 -1.383 0.153 -0.446 -0.129
O -23.396 7.433 -1.477 -0.273 0.271 -0.148
O -28.977 3.847 24.655 -0.171 0.175 0.685
O -9.939 -6.429 22.97 -0.417 -0.048 0.147
O -29.985 2.814 -7.109 0.103 -0.013 -0.183
O 29.894 -4.027 25.982 0.142 -0.013 -0.458
O -15.972 6.788 -3.534 0.537 -0.386 0.554
O -10.911 -5.388 -4.991 -0.316 0.132 -0.059
O -18.255 0.47 -3.619 0.243 -0.254 0.21
O -21.718 3.69 -3.127 -0.57 0.174 0.062
O 7.918 -5.749 -4.044 0.029 0.055 0.021
O -8.872 0.481 -2.735 -0.452 -0.065 0.288
O 23.449 -6.374 23.173 -0.296 0.051 0.508
O -20.155 -0.965 22.927 -0.149 0.083 0.292
O 11.193 0.709 24.738 0.03 0.337 -0.309
O -13.134 6 22.742 -0.35 0.01 -0.153
O 1.679 0.776 -5.335 -0.209 0.239 -0.509
O 11.009 -5.472 -7.223 0.071 0.156 0.275
O -13.711 -2.596 -3.387 0.167 0.144 -0.489
O 7.391 6.686 -6.26 -0.103 0.458 -0.032
O -10.514 2.081 25.066 0.552 -0.153 0.01
O -11.516 6.618 -1.339 0.019 0.35 -0.279
O -0.737 -5.978 -6.252 0.152 0.497 -0.197
O 28.612 -7.322 -3.869 0.205 -0.325 0.111
O -18.601 1.336 -1.186 -0.349 -0.037 -0.082
O -12.561 1.899 -1.381 0.125 -0.24 -0.387
O -24.26 2.471 24.718 0.164 0.33 0.026
O 5.227 -1.876 -5.286 0.319 -0.766 0.026
O -20.037 2.951 25.283 -0.254 0.317 -0.444
O -9.918 -6.425 -7.079 -0.064 -0.307 -0.13
O 9.351 -3.743 -1.268 -0.007 -0.236 -0.408
O -22.044 -0.736 -5.863 -0.02 0.02 0.698
O 4.507 0.239 25.663 0.116 0.18 0.471
O 27.462 -8.166 25.364 0.151 -0.071 0.276
O -15.035 -0.292 -3.746 0.276 0.253 0.365
O -15.567 -4.847 -3.432 -0.075 0.241 -0.462
O -25.502 -1.478 23.477 0.133 0.457 0.111
O -12.301 3.999 24.292 -0.083 0.261 0.561
O -12.038 4.316 -2.365 -0.027 -0.004 -0.249
O -32.407 -8.041 -3.652 -0.483 -0.09 0.263
O -25.578 2.791 -4.723 -0.059 0.194 0.007
O 13.749 -5.185 22.164 -0.088 -0.208 0.339
O 25.493 1.075 23.366 -0.122 0.104 0.532
O 0.72 -3.478 -2.493 -0.076 0.252 -0.137
O -21.284 -5.014 -3.857 -0.365 0.237 0.186
O -10.908 0.065 -0.384 0.063 0.185 -0.131
O 29.23 0.696 -5.577 -0.069 0.107 0.079
O -16.311 5.496 -0.579 0.05 0.147 -0.018
O 6.489 0.11 -3.961 0.029 0.301 0.387
O -7.816 0.363 -5.057 0.534 -0.2 0.287
O -16.868 -0.095 -5.689 -0.028 -0.502 -0.222
O -11.576 1.881 -7.068 -0.131 -0.521 -0.011
O -18.458 2.029 -5.759 0.549 0.238 -0.038
O -17.249 -3.644 22.846 0.352 -0.189 0.034
O -23.272 6.764 -3.984 -0.684 -0.415 0.054
O -21.901 1.248 24.941 0.21 -0.128 0.177
O 23.61 -1.489 -1.1 -0.062 -0.374 -0.321
O -8.783 -1.41 -0.994 -0.054 -0.36 -0.566
O -13.925 6.997 -5.231 0.541 -0.444 0.341
O -11.191 -3.42 -3.296 0.18 0.506 0.03
O -20.941 2.861 -5.545 -0.025 -0.152 -0.353
O -31.681 8.098 25.714 -0.418 0.071 -0.376
O -24.261 -7.174 -3.384 0.125 0.119 -0.409
O 23.801 -4.628 25.007 -0.145 -0.124 -0.043
O -10.773 -2.715 22.199 0.07 -0.009 0.265
O -14.181 -6.95 -4.226 -0.117 -0.066 -0.002
O 1.198 1.196 24.438 0.427 0.113 -0.361
O 14.367 2.634 25.324 0.101 0.312 -0.26
O 27.58 -2.759 25.35 -0.772 -0.048 -0.47
O -17.692 -1.176 23.731 0.321 0.216 0.397
O 13.527 1.236 -2.651 0.15 -0.011 -0.464
O 7.706 2.215 -5.134 0.42 0.086 0.071
O 27.29 2.747 22.435 -0.167 0.165 0.495
O -19.502 -6.793 -4.206 -0.099 -0.316 -0.279
O -0.806 2.553 25.183 0.196 -0.216 0.391
O 4.439 -2.213 24.834 -0.215 -0.051 -0.279
O 12.943 3.587 -1.364 -0.063 -0.02 -0.621
O 7.096 4.135 -6.833 -0.042 -0.469 -0.426
O -12.02 1.709 22.986 0.2 -0.177 0.607
O -16.137 8.106 22.009 -0.212 0.095 0.232
O -27.3 4.501 -3.512 0 -0.211 -0.222
O -30.025 6.256 24.996 -0.263 -0.228 0.18
O -13.061 -6.393 24.974 -0.568 0.015 0.058
O -17.644 6.179 22.866 0.324 -0.176 0.411
O 20.354 -2.699 -3.105 0.059 -0.277 -0.1
O 21.972 6.018 25.314 -0.126 0.631 0.01
O -2.726 -2.813 -0.528 0.194 -0.172 -0.522
O -14.607 -4.42 24.291 0.108 0.42 -0.007
O -6.022 7.99 -6.065 -0.58 -0.121 0.209
O -18.063 -4.632 -3.765 -0.48 0.22 -0.244
O -18.458 7.05 -4.337 -0.033 0.197 -0.508
O 31.28 -2.983 -3.341 -0.225 -0.093 -0.006
O 16.299 0.938 25.594 0.049 -0.44 0.211
O 23.631 1.669 25.136 -0.13 0.453 -0.039
O -21.757 -7.6 -3.168 0.317 -0.377 -0.049
O -19.775 5.398 -3.018 0.191 0.474 0.457
O 14.255 -8.003 -6.008 0.255 -0.333 -0.058
O -21.08 -1.06 -1.132 -0.247 -0.052 -0.137
O 14.148 -5.151 25.235 0.19 0.447 -0.224
O -29.65 5.225 -5.362 0.169 -0.098 -0.494
O 17.602 -3.522 -5.349 0.237 0.136 -0.14
O -10.158 -8.046 -5.01 0.275 -0.231 0.197
O 27.732 -5.435 25.614 -0.083 -0.108 0.17
O 20.194 7.672 -3.612 -0.437 0.3 0.326
O -16.46 0.134 -0.327 0.067 0.107 -0.308
O -10.138 3.497 22.835 -0.204 0.203 0.115
O 14.821 7.574 -0.788 -0.463 0.22 -0.09
O -29.82 -1.175 -3.196 0.574 0.173 -0.011
O -9.116 1.013 -7.228 0.175 0.07 -0.764
O 13.791 -2.842 -5.168 0.336 0.498 -0.174
O 2.189 -0.995 25.535 -0.137 -0.545 -0.337
O 20.042 4.287 24.748 0.184 -0.192 0.62
O 11.855 -7.91 -7.162 -0.042 -0.02 -0.382
O -15.539 2.025 -5.087 -0.68 0.048 -0.17
O 3.926 0.133 -4.236 -0.08 0.15 0.284
O -25.595 4.526 25.689 0.021 0.558 -0.11
O 5.393 -4.383 -3.715 0.033 -0.158 -0.007
O -1.258 6.543 -1.676 0.118 0.483 -0.442
O 17.688 3.179 25.343 -0.479 -0.052 -0.187
O -7.91 2.724 -3.749 -0.173 0.18 0.475
O -4.294 -6.768 -1.582 0.127 -0.289 -0.443
O -16.446 -2.875 25.19 -0.395 0.307 0.387
O 15.515 -4.373 -1.242 0.649 -0.098 0.003
O -0.543 1.464 -4.329 -0.46 0.006 0.079
O -1.428 4.022 -2.578 0.014 -0.22 -0.631
O 30.942 5.377 25.141 0.492 0.608 0.151
O 22.148 -6.873 -3.294 -0.238 0.4 0.152
O -2.998 7.097 25.627 -0.344 -0.053 -0.259
O -23.128 6.81 -6.6 0.315 0.567 0.063
O -22.307 -4.013 -6.244 0.045 -0.217 -0.494
O -5.574 -5.921 25.134 -0.052 0.432 0.253
O 10.011 -2.827 -5.995 -0.167 -0.068 -0.08
O -26.111 7.696 -5.249 0.409 0.408 -0.176
O 1.288 6.232 -5.784 -0.111 0.305 0.048
O -24.553 0.419 -5.803 -0.405 -0.062 -0.29
O 0.013 -5.657 -3.667 0.508 -0.134 -0.214

Results
total energy: -406618.700 eV
total energy less fixed offsets of O -438.25, Si -107.07 eV per atom: -5.900 eV
